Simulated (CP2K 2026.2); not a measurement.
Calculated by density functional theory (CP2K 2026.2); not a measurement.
Periodic cell of 2016 atoms, Si1440O576, from a study of silicon, its oxide and their interface. The atomic structure is a simulated model.
Doubt: the forces sum to 3.09 eV/angstrom along one axis rather than to zero, so they err by at least 0.0015 eV/angstrom per atom on average; the grid cutoff is modest.

Settings: functional PBE; method Gaussian and plane waves; basis set DZVP-MOLOPT-SR-GTH; pseudopotentials GTH-PBE; grid cutoff 300 Ry, relative cutoff 40 Ry; k points Gamma only; occupations fixed; spin none; net charge 0.

Cell vectors (angstrom)
a 65.28 0 0
b 0 16.32 0
c 2.663 3.8901 33.5373

Atoms and the computed forces on them: element, x, y, z (angstrom), force x, y, z (eV/angstrom)
Si 1.291 -1.121 0.028 0.045 -0.304 0.717
Si 4.081 1.404 0.339 0.182 -0.173 0.628
Si 1.732 3.509 -0.091 -0.298 0.527 0.572
Si 3.849 7.179 -0.065 0.117 -0.277 0.736
Si 1.555 -6.939 -0.128 -0.16 0.235 0.651
Si 4.467 -4.27 -0.015 -0.247 0.086 0.706
Si 7.242 -1.79 -0.241 -0.096 0.242 0.73
Si 9.395 1.605 -0.046 0.118 -0.212 0.69
Si 7.162 3.784 0.117 -0.078 0.036 0.649
Si 9.776 6.519 0.118 -0.069 0.228 0.746
Si 6.61 9.833 0.196 -0.001 -0.051 0.764
Si -7.121 -3.931 -0.025 0.141 -0.151 0.73
Si -3.995 -1.659 0.061 -0.11 0.275 0.693
Si -1.025 1.014 -0.07 -0.259 0.129 0.791
Si -4.325 4.358 0.03 0.072 -0.162 0.666
Si -1.698 7.103 0.025 0.133 -0.09 0.762
Si -3.953 -7.053 0.094 -0.109 0.174 0.764
Si -1.68 -3.813 -0.073 0.243 -0.212 0.751
Si 2.761 -0.073 1.508 -0.037 -0.021 -0.046
Si 5.632 2.663 1.482 0.006 0.01 -0.019
Si 2.73 5.408 1.067 0.003 -0.003 -0.017
Si 5.415 8.203 1.361 0.009 -0.006 -0.055
Si 2.76 -5.395 1.2 0.007 -0.006 -0.056
Si 5.645 -2.737 1.269 0.021 0.019 -0.049
Si 8.259 -0.092 1.133 -0.001 -0.011 -0.05
Si -5.4 2.692 1.318 -0.003 0.023 -0.029
Si 8.212 5.402 1.435 0.002 -0.007 -0.057
Si -5.518 8.098 1.349 0.01 -0.009 -0.049
Si 8.3 10.955 1.328 0.007 0.023 -0.04
Si -5.544 -2.814 1.351 -0.032 0.008 -0.026
Si -2.72 -0.035 1.223 -0.007 0.005 -0.059
Si 0.04 2.623 1.282 -0.007 -0.004 -0.072
Si -2.754 5.477 1.357 -0.002 0 -0.07
Si -0.014 8.22 1.219 0.005 -0.01 -0.034
Si -2.741 -5.434 1.283 -0.004 0.002 -0.051
Si 0.02 -2.738 1.198 -0.019 0.005 -0.075
Si 1.374 1.339 2.762 -0.017 0.015 0.027
Si 4.134 4.132 2.589 -0.05 -0.003 -0.007
Si 1.36 6.759 2.515 0.03 0.003 -0.01
Si 4.054 9.568 2.678 0.009 0.03 0.035
Si 1.386 -4.079 2.578 -0.006 -0.001 0.011
Si 4.215 -1.453 2.677 0.02 -0.015 0.026
Si 6.954 1.209 2.702 0.033 -0.028 0.027
Si 9.5 4.072 2.865 0.013 0.007 0.063
Si 6.802 6.812 2.668 -0.006 0.011 0.011
Si 9.604 9.519 2.648 0.005 -0.003 0.003
Si 6.942 12.278 2.721 -0.019 -0.015 0.038
Si -6.849 -1.398 2.71 0.009 0.03 0.01
Si -4.016 1.346 2.636 -0.025 -0.026 0.009
Si -1.326 4.06 2.593 -0.001 -0.019 0
Si -4.126 6.789 2.742 -0.009 0.009 0.037
Si -1.335 -6.758 2.638 -0.013 -0.013 0.018
Si -4.126 -4.136 2.683 0.019 -0.006 0.014
Si -1.352 -1.391 2.61 0.011 0.003 0.047
Si -0.012 -0.047 4.035 -0.011 0 0.001
Si 2.782 2.76 3.994 0.011 0 0.013
Si 0.031 5.433 3.948 0.002 0.022 0.027
Si 2.699 8.133 3.956 -0.003 -0.01 -0.016
Si 0.037 -5.422 3.988 0.004 0.002 0.001
Si 2.775 -2.775 3.985 -0.006 -0.009 0.002
Si 5.519 -0.058 4.051 0.012 0.016 0.005
Si 8.186 2.634 4.129 -0.007 -0.003 0.005
Si 5.451 5.45 4.025 -0.007 -0.012 0.004
Si 8.207 8.166 3.999 0.006 -0.017 0.016
Si 5.495 10.894 4.008 0.009 -0.007 -0.015
Si 8.273 -2.675 4.05 -0.004 0.016 -0.012
Si -5.427 -0.002 3.995 -0.011 0.001 -0.012
Si -2.675 2.71 3.995 -0.004 0.015 0.015
Si -5.473 5.408 4.07 0.001 -0.015 -0.015
Si -2.71 8.186 4.007 -0.015 -0.001 -0.004
Si -5.454 -5.476 4.064 -0.006 -0.006 0.019
Si -2.726 -2.738 3.986 0.018 0.002 -0.011
Si 1.357 -1.354 16.237 0 -0.001 -0.012
Si 4.059 1.34 16.245 0.001 -0.013 -0.012
Si 1.352 4.053 16.276 0.002 -0.016 0.002
Si 4.055 6.805 16.226 0.001 -0.003 -0.006
Si 1.398 -6.79 16.265 0.013 0.018 0.004
Si 4.088 -4.101 16.262 -0.009 0.003 -0.006
Si 6.824 -1.387 16.296 0.011 -0.001 -0.001
Si -6.784 1.37 16.287 -0.002 0 0.003
Si 6.757 4.078 16.171 0.005 0.009 -0.014
Si -6.791 6.771 16.185 -0.005 0 -0.01
Si 6.815 9.536 16.258 0.002 0.009 -0.002
Si -6.752 -4.041 16.209 0.001 -0.011 -0.005
Si -4.029 -1.306 16.247 -0.002 0.011 -0.001
Si -1.333 1.353 16.267 -0.001 -0.001 -0.007
Si -4.069 4.061 16.232 -0.006 0 -0.002
Si -1.35 6.771 16.247 -0.009 -0.012 0
Si -4.09 9.532 16.204 -0.003 0.015 -0.009
Si -1.323 -4.042 16.219 -0.001 0.013 -0.014
Si 2.672 0.009 17.614 0.007 0 0.004
Si 5.442 2.707 17.551 -0.013 0.013 -0.017
Si 2.728 5.421 17.598 0.002 0.008 0.004
Si 5.381 8.205 17.567 0.007 0.004 -0.009
Si 2.749 -5.435 17.675 0.007 -0.007 -0.021
Si 5.449 -2.769 17.63 -0.006 -0.031 0.024
Si 8.202 -0.016 17.641 0.02 -0.003 0.002
Si -5.418 2.734 17.629 -0.002 0.006 0.032
Si 8.076 5.453 17.514 -0.002 0.001 0.01
Si -5.438 8.12 17.526 -0.015 -0.009 0.013
Si 8.188 10.892 17.622 -0.014 0.005 0.004
Si -5.434 -2.628 17.566 0.005 0 -0.006
Si -2.643 -0.012 17.66 0.012 -0.005 0.01
Si -0.02 2.71 17.67 0.006 0.006 0.001
Si -2.714 5.392 17.603 0.006 0.003 -0.01
Si 0.022 -8.176 17.567 -0.008 -0.009 0.02
Si -2.749 -5.367 17.507 0.003 -0.004 -0.008
Si 0.031 -2.708 17.622 -0.017 0.001 -0.013
Si 1.31 1.328 19.044 -0.011 -0.008 -0.006
Si 4.093 4.028 18.933 0.002 0 -0.018
Si 1.365 6.771 18.956 -0.003 0.011 -0.029
Si 4.116 -6.787 19.057 0.014 0.014 0.012
Si 1.378 -4.048 19.005 0.012 0.008 -0.012
Si 4.045 -1.379 18.908 -0.011 -0.015 -0.043
Si 6.79 1.364 18.918 -0.002 0.015 -0.014
Si -6.837 4.089 18.958 -0.001 -0.009 -0.042
Si 6.704 6.826 18.874 0.024 -0.038 -0.017
Si -6.851 9.469 18.806 -0.029 -0.01 -0.015
Si 6.813 -4.128 19.022 -0.008 0.001 -0.019
Si 9.583 -1.344 19.039 0 0.017 0.001
Si -4.008 1.379 18.97 -0.011 0.02 -0.026
Si -1.397 4.063 19.043 0.003 -0.021 -0.004
Si -4.101 6.753 18.902 -0.016 -0.001 0.001
Si -1.413 -6.769 18.786 0.003 0.002 -0.051
Si -4.059 -3.959 18.878 0.041 0.015 -0.012
Si -1.28 -1.39 19.062 -0.019 0.008 -0.022
Si 0.047 -0.064 20.524 0.003 -0.009 0.037
Si 2.707 2.716 20.322 0.009 -0.008 0.033
Si -0.032 5.451 20.349 -0.006 -0.006 0.037
Si 2.718 8.145 20.338 0.003 0.004 0.067
Si -0.081 -5.449 20.179 -0.028 -0.008 0.054
Si 2.762 -2.708 20.378 -0.009 0.009 0.088
Si 5.387 0.027 20.204 -0.019 -0.008 0.052
Si 8.142 2.72 20.249 0.008 0.013 0.054
Si 5.417 5.43 20.273 0.001 0.027 0.054
Si 8.148 8.154 20.144 -0.026 -0.011 0.037
Si 5.533 -5.529 20.501 0.021 0.001 0.059
Si 8.16 -2.674 20.32 -0.01 -0.012 0.052
Si -5.33 0.023 20.345 0.02 -0.004 0.068
Si -2.724 2.695 20.455 0.015 0.004 0.055
Si -5.506 5.488 20.297 -0.002 0.006 0.056
Si -2.744 -8.139 20.138 0.02 -0.015 0.039
Si -5.491 -5.406 19.986 -0.021 -0.003 0.014
Si -2.697 -2.722 20.401 -0.01 0.006 0.042
Si 1.754 -1.14 21.844 -0.291 -0.196 -0.752
Si 3.898 1.161 21.603 0.073 0.194 -0.717
Si 1.522 4.246 21.643 -0.276 -0.203 -0.669
Si 3.789 6.481 21.603 0.229 0.291 -0.712
Si 1.054 -6.987 21.464 0.115 -0.022 -0.656
Si 4.446 -3.769 21.619 -0.133 -0.265 -0.812
Si 6.565 -1.448 21.539 0.247 0.075 -0.751
Si -6.475 1.559 21.68 -0.238 -0.026 -0.753
Si 7.064 4.342 21.549 -0.166 -0.103 -0.714
Si -7.083 6.708 21.588 0.271 0.12 -0.677
Si 7.278 -6.695 21.726 -0.428 -0.115 -0.628
Si 9.291 -4.219 21.654 0.221 0.158 -0.66
Si -3.811 -1.128 21.748 -0.113 -0.173 -0.731
Si -1.574 1.082 21.812 0.133 0.211 -0.702
Si -4.416 3.893 21.612 0.187 0.033 -0.757
Si -1.156 7.17 21.503 -0.005 -0.164 -0.717
Si -4.024 -6.582 21.29 -0.073 -0.274 -0.708
Si -1.67 -4.478 21.605 0.286 0.363 -0.635
Si 1.23 -5.345 -2.788 0.071 -0.067 -0.012
Si -0.091 7.283 -5.248 0.122 -0.039 0.038
Si -1.905 5.45 -7.058 0.022 0.033 -0.013
Si 2.576 2.19 -6.584 -0.042 0.037 -0.052
Si 4.646 1.23 -2.539 -0.087 -0.022 0.061
Si -3.811 -6.41 -7.221 -0.068 -0.006 0.049
Si 8.223 -7.361 24.522 -0.067 -0.027 -0.222
Si 1.794 -5.662 24.169 0.035 0.006 -0.128
Si 4.129 5.716 24.326 0.022 0.097 -0.001
Si -2.536 5.327 23.496 -0.011 0.009 -0.024
Si -1.568 -1.198 -4.466 -0.081 0.022 0.069
Si 2.768 -2.783 -2.129 0.089 -0.02 0.05
Si -4.031 -5.242 -4.527 0.049 -0.028 -0.005
Si -5.621 -7.874 23.689 -0.155 0.003 0.061
Si -9.372 5.097 26.051 -0.076 0.023 0.058
Si -5.915 -5.916 -2.13 -0.007 0.005 0.178
Si 4.407 -4.909 24.446 0.002 -0.067 -0.152
Si -3.736 6.853 25.537 0.01 0.039 0.015
Si -5.15 -3.898 -6.898 -0.028 -0.054 0.056
Si -4.998 -3.205 23.76 0.056 0.056 -0.162
Si -3.689 -1.313 -6.854 -0.051 0.035 0.035
Si -4.902 5.549 -7.21 -0.062 0.018 -0.183
Si -3.481 4.064 -2.949 -0.011 -0.064 0.059
Si 4.343 -2.724 -4.697 -0.042 -0.022 0.085
Si 3.335 -5.698 -5.028 -0.077 -0.075 0.038
Si 5.226 3.05 23.718 0.013 0.062 -0.131
Si 7.142 -4.818 25.202 -0.015 0.082 -0.011
Si 3.964 6.241 -2.88 0.055 0.065 0.143
Si 1.788 2.542 -3.021 0.068 0.036 0.181
Si -0.375 3.132 23.747 0.06 -0.142 0.037
Si 8.207 0.399 -5.06 0.057 -0.045 -0.013
Si 7.806 7.763 -4.752 -0.003 -0.022 -0.096
Si -7.046 -2.264 25.862 -0.055 0.059 -0.095
Si -2.576 1.342 -2.715 0.035 -0.15 -0.055
Si -10.929 -5.702 23.834 -0.126 -0.084 0.006
Si -5.233 0.065 -2.089 -0.078 -0.105 0.043
Si -7.685 1.813 -5.597 -0.078 0.011 0.096
Si 6.391 -1.115 -3.261 0.024 0.021 0.148
Si -6.154 -0.653 -5.054 0.037 0.016 -0.08
Si -7.628 7.863 -2.767 0.037 -0.07 0.145
Si 1.128 -6.719 -6.911 -0.079 0.028 0.057
Si 7.118 2.044 25.825 0.036 -0.063 -0.023
Si -1.37 -4.149 -3.176 0.016 0.099 0.03
Si -7.661 -3.192 -5.674 -0.101 -0.003 -0.023
Si 1.51 -2.506 24.742 0.083 -0.059 -0.161
Si 4.817 7.956 -5.363 0.123 0.036 0.004
Si -0.098 2.866 -6.978 0.087 0.04 -0.101
Si 6.026 4.039 -2.637 -0.04 0.041 0.138
Si 1.387 5.251 -3.794 0.014 0.054 -0.089
Si -6.465 3.798 -3.886 0.016 0.075 0.051
Si 7.775 3.405 -4.881 -0.075 -0.007 -0.053
Si 0.503 0.828 -5.05 0.091 0.014 -0.035
Si -1.245 6.097 -2.905 -0.086 0.086 0.038
Si -2.241 -4.644 24.444 0.034 0.079 -0.149
Si 1.405 -1.393 5.344 0.012 0.004 0.005
Si 4.134 1.361 5.346 -0.024 0.005 0.003
Si 1.394 4.096 5.345 0.009 -0.004 0.01
Si 4.086 6.817 5.358 -0.006 0.016 0.002
Si 1.369 9.501 5.342 0.006 -0.006 0.008
Si 4.12 12.216 5.381 0.017 -0.002 0.002
Si 6.878 -1.376 5.429 0.003 -0.004 0.007
Si 9.597 1.316 5.439 0.009 0 0.009
Si 6.795 4.055 5.394 -0.008 -0.019 0.002
Si -6.797 6.792 5.445 0.001 -0.009 0.002
Si 6.844 9.52 5.365 -0.007 0.009 0.005
Si 9.608 12.238 5.38 0.003 0.008 0.003
Si -4.069 -1.366 5.36 0.003 -0.009 -0.005
Si -1.344 1.346 5.379 0.004 -0.001 0.007
Si -4.057 4.057 5.371 0.003 0.007 0.01
Si -1.336 6.794 5.327 -0.008 -0.008 0.01
Si -4.063 -6.808 5.407 0.007 -0.014 0
Si -1.341 -4.077 5.35 -0.004 -0.005 0.008
Si 2.757 -0.007 6.696 0.009 0.013 0.002
Si 5.453 2.707 6.761 -0.007 0.007 -0.002
Si 2.739 5.45 6.725 -0.006 0.001 0.003
Si 5.469 8.16 6.722 0.001 -0.009 0
Si 2.749 10.847 6.716 0.006 -0.012 -0.009
Si 5.482 -2.74 6.744 0.001 0.011 0
Si 8.214 -0.013 6.797 -0.006 0.007 0.004
Si -5.412 2.712 6.751 0.004 -0.008 -0.005
Si -8.147 5.436 6.815 -0.003 -0.004 -0.001
Si 10.923 8.17 6.768 -0.004 -0.006 -0.005
Si 8.213 10.88 6.725 0.001 -0.001 -0.007
Si 10.919 -2.736 6.796 -0.012 0.007 0
Si -2.711 -0.009 6.732 -0.006 0.014 -0.002
Si 0.036 2.72 6.706 0 0.002 0.003
Si -2.693 5.438 6.708 -0.005 -0.001 -0.007
Si 0.01 8.153 6.711 0.001 0.009 -0.008
Si -2.694 -5.432 6.734 -0.005 0.001 0.001
Si 0.034 -2.734 6.716 -0.005 -0.009 -0.007
Si 1.393 1.352 8.064 0.006 0.008 0
Si 4.089 4.081 8.096 -0.005 -0.014 -0.002
Si 1.376 6.806 8.08 0.006 -0.001 -0.001
Si 4.112 9.511 8.091 -0.003 0.006 0.004
Si 1.391 -4.099 8.074 0 -0.004 -0.005
Si 4.114 -1.36 8.078 0.005 -0.001 -0.006
Si 6.833 1.36 8.12 0.018 0.008 -0.006
Si -6.766 4.072 8.13 0.004 0.009 -0.005
Si 6.817 6.795 8.102 -0.009 -0.008 -0.004
Si 9.559 9.528 8.116 0.006 0.005 -0.007
Si 6.845 -4.094 8.099 -0.002 -0.005 0
Si 9.561 -1.376 8.154 -0.012 -0.007 0
Si -4.058 1.35 8.103 -0.009 -0.005 0.004
Si -1.331 4.079 8.067 -0.007 0.006 -0.009
Si -4.043 6.789 8.101 -0.004 -0.001 -0.002
Si -1.337 -6.803 8.084 -0.008 -0.016 -0.001
Si -4.05 -4.076 8.105 0.013 0.006 -0.006
Si -1.329 -1.367 8.076 0.007 0.001 -0.005
Si 0.031 -0.003 9.432 -0.005 0.007 0.001
Si 2.735 2.711 9.445 -0.005 0.011 0.008
Si 0.017 5.441 9.434 0 -0.002 -0.003
Si 2.741 8.157 9.445 0.006 -0.003 0.002
Si 0.03 -5.447 9.443 0.003 -0.004 -0.001
Si 2.75 -2.726 9.431 0.004 0.005 0
Si 5.466 -0.01 9.458 0.001 0.009 0.003
Si -8.145 2.729 9.488 -0.004 0.008 -0.002
Si 5.456 5.434 9.46 -0.008 -0.005 0.002
Si 8.191 8.157 9.462 0.005 0.004 -0.008
Si 5.473 -5.447 9.45 0.007 -0.008 -0.006
Si 8.189 -2.739 9.485 0.003 0.012 0.002
Si -5.418 0.001 9.466 -0.006 0 0.001
Si -2.69 2.723 9.437 0.002 0.003 0.003
Si -5.407 5.441 9.47 0.013 -0.005 0.005
Si -2.692 -8.159 9.453 -0.003 0.001 0.001
Si -5.411 -5.429 9.478 0.001 0.002 0.001
Si -2.685 -2.718 9.453 -0.01 -0.007 0.001
Si 1.391 -1.365 10.795 0.001 -0.004 -0.001
Si 4.098 1.352 10.808 0.002 0.002 -0.001
Si 1.368 4.076 10.794 -0.007 0.002 0.003
Si 4.093 6.796 10.81 -0.005 -0.006 0.004
Si 1.386 9.517 10.809 0.007 -0.004 0.003
Si 4.11 -4.08 10.802 0.014 -0.003 -0.001
Si 6.823 -1.368 10.826 -0.001 -0.006 0
Si -6.779 1.36 10.824 0.003 -0.012 0
Si -9.513 4.087 10.843 -0.007 0.001 -0.004
Si 9.549 6.806 10.841 -0.004 -0.01 0.001
Si 6.829 9.519 10.817 -0.008 0.004 0.002
Si 9.557 -4.09 10.845 0.005 -0.002 -0.001
Si -4.053 -1.36 10.811 0.003 0.009 0
Si -1.333 1.359 10.79 -0.005 0.006 0
Si -4.045 4.078 10.812 -0.01 0.004 0
Si -1.334 6.798 10.806 -0.002 0.003 -0.001
Si -4.045 -6.796 10.821 0.005 -0.012 -0.001
Si -1.325 -4.083 10.805 0.004 -0.006 -0.002
Si 2.745 -0.011 12.171 0.006 0.012 0.002
Si 5.447 2.71 12.179 -0.007 -0.002 0.01
Si 2.718 5.439 12.156 0.004 -0.011 -0.002
Si 5.458 8.161 12.162 0.008 -0.005 -0.003
Si 2.747 10.883 12.161 -0.001 0.003 -0.002
Si 5.462 -2.727 12.181 0 0.007 0.001
Si 8.18 -0.01 12.191 0.001 -0.004 0.005
Si -5.413 2.722 12.164 0.002 0.005 -0.001
Si -8.146 5.441 12.19 -0.003 0.001 0.003
Si 10.913 8.159 12.218 0.002 0.005 -0.003
Si 8.184 10.877 12.191 0.006 -0.007 -0.008
Si 10.919 -2.733 12.207 -0.011 -0.005 -0.002
Si -2.698 0.01 12.155 -0.005 -0.007 -0.001
Si 0.017 2.715 12.158 -0.002 0.004 0.002
Si -2.689 5.437 12.17 0.003 0.003 0.001
Si 0.019 8.159 12.168 -0.004 -0.011 -0.001
Si -2.679 -5.437 12.176 -0.001 0.013 -0.002
Si 0.03 -2.716 12.161 -0.003 -0.004 0.006
Si 1.375 1.355 13.516 -0.002 -0.006 -0.002
Si 4.062 4.074 13.514 -0.01 0.02 0.001
Si 1.363 6.792 13.529 -0.003 0.007 0.002
Si 4.102 9.52 13.521 0.01 -0.001 0.004
Si 1.39 -4.076 13.522 0.01 0.002 0.005
Si 4.101 -1.372 13.543 0.008 -0.016 0.001
Si 6.801 1.341 13.541 0.005 0.001 0.005
Si -6.781 4.067 13.525 0.004 -0.003 -0.004
Si 6.812 6.81 13.528 0.001 -0.007 0.007
Si 9.545 9.531 13.559 -0.01 0.008 0.007
Si 6.824 -4.079 13.547 -0.003 0.004 0.003
Si 9.547 -1.378 13.543 0.015 0.003 -0.002
Si -4.058 1.366 13.521 -0.004 0.009 -0.006
Si -1.341 4.064 13.529 -0.003 -0.009 0.007
Si -4.049 6.803 13.522 -0.002 -0.009 0.001
Si -1.325 9.521 13.542 0.007 -0.005 0.003
Si -4.04 -4.064 13.521 0.01 -0.013 0.002
Si -1.337 -1.345 13.507 -0.017 0.014 0
Si 0.012 0.007 14.877 0.004 0.003 0.002
Si 2.714 2.713 14.89 0 0.005 0.001
Si 0.012 5.416 14.892 0.005 0.001 0.005
Si 2.72 8.171 14.868 0 -0.012 0.005
Si 0.041 -5.429 14.893 -0.003 -0.006 0.002
Si 2.735 -2.726 14.903 -0.002 0.001 0.005
Si 5.455 -0.025 14.922 -0.012 0.001 0.008
Si 8.168 2.705 14.879 0.003 0.004 0.006
Si 5.411 5.455 14.847 -0.001 -0.004 -0.004
Si 8.169 8.171 14.895 0.001 -0.002 0
Si 5.454 10.88 14.89 -0.001 -0.012 0.004
Si 8.187 -2.72 14.915 0.008 -0.007 0.005
Si -5.414 0.034 14.902 0.014 0.004 0.006
Si -2.698 2.701 14.893 -0.009 0.001 0.007
Si -5.409 5.424 14.857 -0.003 -0.003 0.002
Si -2.696 8.157 14.891 -0.003 0.002 0.005
Si -5.423 -5.421 14.847 -0.002 -0.001 -0.005
Si -2.692 -2.686 14.876 0.009 -0.002 0.003
Si 17.272 -1.002 0.083 0.253 -0.125 0.779
Si 20.164 1.627 0.055 0.169 -0.225 0.757
Si 17.937 3.865 0.091 -0.161 0.283 0.738
Si 20.272 7.021 -0.107 0.24 -0.201 0.692
Si 17.943 9.159 0.006 -0.159 0.237 0.654
Si 20.632 -4.25 -0.015 -0.201 0.096 0.713
Si 23.429 -1.706 0.154 -0.021 0.101 0.695
Si 25.577 1.624 0.178 0.055 -0.154 0.75
Si 23.299 3.744 0.072 -0.073 0.173 0.711
Si 26.124 6.377 0.012 -0.124 0.155 0.745
Si 22.967 9.955 0.006 0.047 -0.277 0.723
Si 9.541 12.317 -0.222 0.14 -0.179 0.64
Si 12.529 -1.552 -0.002 -0.121 0.193 0.715
Si 15.237 1.387 0.003 -0.311 0.066 0.683
Si 11.934 4.349 0.33 0.037 -0.05 0.788
Si 14.745 6.781 -0.02 0.231 -0.079 0.617
Si 12.671 9.14 0.012 -0.092 0.126 0.762
Si 14.858 12.661 -0.026 0.08 -0.326 0.763
Si 19.034 -0.009 1.286 -0.015 0.012 -0.066
Si 21.764 2.652 1.429 0.007 -0.009 -0.057
Si 19.122 5.483 1.295 0.001 0.012 -0.035
Si 21.864 8.193 1.182 -0.013 0.036 -0.046
Si 19 -5.422 1.223 0.02 0.008 -0.045
Si 21.79 -2.783 1.415 -0.002 0.001 -0.06
Si 24.486 -0.037 1.417 0.001 0.005 -0.03
Si 10.793 2.721 1.486 -0.022 -0.01 -0.046
Si 24.482 5.353 1.344 0.005 -0.005 -0.068
Si 10.985 8.136 1.338 0.015 -0.018 -0.041
Si 24.514 -5.367 1.425 0.002 0.006 -0.063
Si 10.995 -2.809 1.235 -0.033 0.006 -0.035
Si 13.635 0.116 1.256 0.018 -0.004 -0.034
Si 16.377 2.787 1.452 0.022 -0.007 -0.034
Si 13.589 5.457 1.506 0.005 -0.004 -0.036
Si 16.378 7.983 1.294 -0.042 -0.022 -0.037
Si 13.806 10.852 1.173 -0.009 0.015 -0.039
Si 16.258 -2.573 1.489 -0.014 0.003 -0.06
Si 17.727 1.356 2.742 -0.004 -0.019 0.042
Si 20.45 4.12 2.705 -0.021 -0.015 0.012
Si 17.721 6.722 2.723 0.01 -0.025 0.021
Si 20.421 9.52 2.597 0.015 -0.002 0.013
Si 17.693 -4.048 2.648 0.012 -0.019 -0.015
Si 20.4 -1.364 2.669 -0.001 0.029 0.012
Si 23.096 1.285 2.782 0.007 -0.005 0.026
Si 25.759 4.091 2.869 -0.003 0.027 0.031
Si 23.149 6.816 2.622 -0.028 -0.006 0
Si 25.851 -6.852 2.664 0.037 0.008 0
Si 23.14 -4.083 2.827 0.002 0.004 0.026
Si 9.628 -1.396 2.58 -0.012 0.015 0.01
Si 12.267 1.372 2.696 0.008 0.004 0.009
Si 14.984 4.093 2.785 -0.007 0.009 0.009
Si 12.271 6.843 2.825 -0.027 0.006 0.038
Si 15.099 9.499 2.619 -0.02 -0.017 -0.002
Si 12.354 12.147 2.592 0.02 0.001 -0.002
Si 14.898 -1.228 2.785 -0.018 0.026 0.014
Si 16.345 0.04 4.121 0.009 -0.005 -0.004
Si 19.082 2.746 4.074 0.007 -0.014 -0.017
Si 16.364 5.425 4.124 0.017 0.017 0.014
Si 19.079 8.162 4.014 0.016 0.006 -0.014
Si 16.385 -5.443 4.026 -0.004 -0.002 0.004
Si 19.058 -2.727 4.038 -0.001 0.003 0.015
Si 21.728 -0.044 4.113 0.001 -0.001 0.016
Si 24.425 2.68 4.157 0.01 -0.006 -0.006
Si 21.8 5.477 4.049 0.016 0.007 0.007
Si 24.489 -8.183 4.041 0.001 -0.007 0.015
Si 21.746 -5.486 4.076 -0.003 -0.016 -0.024
Si 24.485 -2.704 4.158 -0.021 0.002 -0.001
Si 10.932 -0.036 4.02 -0.036 -0.008 -0.002
Si 13.621 2.711 4.094 0.006 -0.015 -0.012
Si 10.916 5.445 4.144 0.006 -0.021 -0.009
Si 13.689 8.225 4.066 0.001 -0.003 -0.025
Si 10.972 10.862 4.017 -0.002 0.017 -0.02
Si 13.597 -2.737 4.031 -0.003 0.021 -0.014
Si 17.699 -1.324 16.421 -0.004 0.01 0.005
Si 20.405 1.388 16.387 -0.008 -0.006 0.002
Si 17.709 4.123 16.339 0.002 0.002 -0.002
Si 20.401 6.836 16.37 0.013 0.003 -0.005
Si 17.691 -6.787 16.378 0.006 -0.01 -0.001
Si 20.399 -4.053 16.384 0.016 -0.003 -0.005
Si 23.116 -1.337 16.39 0.007 0.005 -0.003
Si 9.524 1.3 16.207 0.002 0.013 -0.011
Si 23.116 4.048 16.319 -0.006 -0.007 -0.014
Si 9.525 6.814 16.252 -0.003 0.001 -0.003
Si 23.094 -6.776 16.345 0.024 -0.018 -0.019
Si 9.553 -4.056 16.293 0.01 -0.005 0.001
Si 12.283 -1.352 16.327 -0.012 0.008 -0.005
Si 14.975 1.372 16.357 -0.013 0 -0.007
Si 12.264 4.067 16.281 -0.004 0.003 -0.009
Si 15.025 6.798 16.302 0.02 0.022 -0.002
Si 12.277 9.57 16.291 0.022 0.005 -0.002
Si 15 -4.039 16.395 0 0.002 -0.003
Si 19.055 0.058 17.789 0.025 -0.009 0.007
Si 21.78 2.735 17.75 0.024 0.033 -0.012
Si 19.083 5.448 17.739 -0.022 0.008 0.004
Si 21.734 8.223 17.737 -0.01 -0.006 0.017
Si 19.021 -5.391 17.745 -0.013 0.003 -0.017
Si 21.739 -2.67 17.747 -0.014 0.018 0.017
Si 24.477 -0.033 17.816 0.012 -0.012 0.013
Si 10.891 2.629 17.542 0.02 0.006 -0.001
Si 24.489 5.45 17.577 0.014 0.013 -0.019
Si 10.918 8.178 17.591 0 0.011 -0.022
Si 24.454 -5.42 17.696 -0.01 0.029 0.024
Si 10.925 -2.711 17.681 0.009 -0.017 -0.005
Si 13.632 -0.01 17.731 0.011 0.004 0.012
Si 16.315 2.797 17.677 -0.004 -0.004 -0.012
Si 13.63 5.455 17.62 -0.014 -0.011 -0.017
Si 16.402 8.088 17.725 0.009 -0.029 0.018
Si 13.607 10.921 17.714 -0.01 0.008 0.006
Si 16.345 -2.673 17.81 -0.007 0.006 -0.012
Si 17.708 1.539 19.06 0.021 0.003 -0.022
Si 20.504 4.17 19.125 0.005 0.028 -0.011
Si 17.773 6.746 19.191 -0.036 0.024 -0.035
Si 20.338 -6.738 19.13 0.029 -0.019 -0.002
Si 17.72 -4.031 19.18 0.026 0.027 0.009
Si 20.413 -1.313 19.181 0 -0.006 -0.019
Si 23.107 1.375 19.137 -0.004 -0.019 -0.011
Si 9.411 3.971 18.72 -0.032 -0.018 -0.066
Si 23.163 6.798 18.947 0.009 -0.003 -0.04
Si 9.591 9.546 18.943 0.01 0.035 0.009
Si 23.099 -4.034 19.087 -0.002 -0.012 -0.028
Si 25.826 -1.433 19.201 -0.027 -0.005 -0.008
Si 12.226 1.353 19.028 -0.036 0 -0.039
Si 14.945 4.14 19.045 0.017 -0.005 0.004
Si 12.246 6.794 18.937 0.002 0.018 -0.013
Si 14.958 9.449 18.958 0.01 -0.006 -0.03
Si 12.282 -3.996 19.125 0.006 -0.007 -0.002
Si 15.001 -1.294 19.194 -0.004 0.009 -0.004
Si 16.336 0.264 20.448 -0.053 0.008 0.009
Si 19.114 2.855 20.451 -0.027 -0.037 0.079
Si 16.289 5.399 20.511 0.046 0.025 0.054
Si 19.161 8.135 20.586 0.005 -0.026 0.026
Si 16.34 10.759 20.318 -0.009 -0.028 0.069
Si 19.028 -2.619 20.629 0.012 0.015 0.039
Si 21.799 0.042 20.584 -0.011 -0.016 0.035
Si 24.475 2.857 20.319 -0.007 0.02 0.052
Si 21.884 5.569 20.468 -0.023 -0.003 0.084
Si 24.558 8.146 20.225 0.001 -0.01 0.029
Si 21.67 -5.307 20.452 -0.013 0.026 0.048
Si 24.461 -2.812 20.589 0.01 -0.011 0.066
Si 10.918 -0.013 20.476 0.01 -0.004 0.065
Si 13.524 2.82 20.352 -0.006 -0.001 0.065
Si 10.757 5.328 19.97 -0.007 -0.021 0.026
Si 13.581 8.12 20.353 -0.009 -0.008 0.048
Si 10.89 10.907 20.408 0.021 -0.004 0.029
Si 13.642 -2.668 20.617 -0.012 0.006 0.045
Si 17.864 -0.868 21.775 -0.02 -0.208 -0.629
Si 20.177 1.254 21.809 0.167 0.08 -0.671
Si 17.814 4.211 21.878 -0.09 -0.014 -0.744
Si 21.028 7.271 21.88 -0.249 -0.098 -0.722
Si 17.421 9.206 21.732 0.135 0.083 -0.722
Si 20.692 -3.698 21.963 -0.21 -0.183 -0.774
Si 22.988 -1.525 21.928 0.174 0.149 -0.759
Si 9.669 1.596 21.629 -0.122 -0.204 -0.737
Si 23.497 4.463 21.763 -0.258 -0.292 -0.73
Si 9.264 6.479 21.266 -0.091 0.054 -0.695
Si 23.149 -6.789 21.442 -0.033 0.016 -0.442
Si 25.429 -4.707 21.69 -0.086 0.162 -0.662
Si 12.581 -0.937 21.935 -0.321 -0.391 -0.677
Si 14.734 1.434 21.774 0.287 0.213 -0.658
Si 11.764 3.893 21.455 0.181 -0.039 -0.718
Si 15.124 7.032 21.752 -0.083 -0.215 -0.673
Si 12.444 9.676 21.68 -0.244 -0.145 -0.726
Si 14.754 -4.511 21.636 0.056 0.271 -0.754
Si 12.294 -6.776 -5.034 -0.072 -0.046 0.186
Si 17.064 -8.056 -2.531 -0.104 0.133 0.04
Si 16.602 5.515 -5.322 0.109 0.056 0.064
Si 23.239 4.065 24.897 -0.002 0.092 -0.167
Si 20.72 1.048 -2.989 -0.175 0.124 0.039
Si 17.239 -1.786 24.57 -0.005 0.042 -0.084
Si 27.38 7.879 24.012 -0.036 0.053 -0.113
Si 18.474 -6.54 24.636 -0.086 -0.067 0.022
Si 19.495 5.669 23.945 -0.026 0.025 -0.135
Si 14.546 5.717 24.515 0.065 -0.066 -0.113
Si 16.078 -1.549 -4.843 0.077 -0.011 -0.089
Si 19.455 -3.899 -2.827 0.054 0.093 0.129
Si 13.098 -1.537 24.81 -0.021 0.168 -0.054
Si 10.918 7.871 23.611 0 -0.015 -0.145
Si 8.162 -0.035 23.837 0.021 0.027 -0.107
Si 10.873 -6.026 -2.299 -0.048 0.21 0.091
Si 19.435 -3.81 24.778 -0.013 -0.037 -0.09
Si 10.954 7.406 -6.921 0.046 0.132 0.005
Si 12.806 -4.401 -7.122 -0.054 0.013 -0.11
Si 8.682 -7.11 -7.08 0.039 0.079 -0.031
Si 13.398 -1.546 -6.487 0.024 0.017 -0.05
Si 14.582 7.47 -4.34 -0.003 0.009 -0.013
Si 11.218 0.389 -5.243 0.076 0.063 0.091
Si 20.169 -2.263 -5.376 -0.117 -0.107 0.083
Si 21.01 -7.101 -6.213 -0.129 0.161 -0.094
Si 20.67 2.75 24.534 0.001 0.023 -0.151
Si 23.943 -5.841 25.852 0.05 0.033 -0.257
Si 25.879 3.692 -3.847 -0.036 0.043 0.034
Si 18.505 0.399 -4.899 -0.044 0.034 0.075
Si 16.115 3.086 24.029 -0.149 -0.015 -0.059
Si 23.579 -5.911 -5.35 -0.071 0.068 0.012
Si 21.935 5.437 -2.245 -0.052 -0.061 0.143
Si 9.295 4.277 25.808 0.049 0.085 -0.024
Si 12.738 2.878 -6.374 -0.069 -0.16 0.118
Si 9.109 -2.848 24.389 -0.112 -0.006 -0.132
Si 11.397 0.378 -2.164 -0.092 0.044 0.204
Si 12.736 4.896 -4.156 -0.034 -0.033 0.151
Si 22.836 -0.894 -2.731 0.117 0.013 0.063
Si 15.403 3.469 -7.281 0.001 0.011 -0.098
Si 8.423 -7.969 -1.945 0.107 -0.041 0.15
Si 18.412 -6.026 -6.89 -0.014 0.002 -0.073
Si 17.727 -3.19 -6.875 0.016 0.064 -0.003
Si 16.704 -2.836 -2.242 -0.035 0.036 0.194
Si 11.836 5.137 24.282 -0.18 -0.024 -0.027
Si 15.112 -3.83 24.471 -0.049 -0.041 -0.095
Si 19.127 -6.547 -4.094 -0.099 0.075 0.012
Si 19.582 2.505 -6.796 0.099 -0.108 0
Si 25.498 6.072 -5.465 -0.007 -0.052 0.032
Si 13.42 2.753 -1.981 0.086 0.031 0.035
Si 21.205 -7.096 25.911 0.023 0.089 0.128
Si 21.676 3.455 -4.6 0.045 0.035 0.052
Si 5.351 3.007 -6.916 0.064 -0.011 0.02
Si 16.613 5.519 -2.099 -0.149 0.022 0.035
Si 9.977 5.412 -5.083 -0.034 0.051 0.13
Si 17.703 -1.37 5.423 0.007 0.007 -0.001
Si 20.407 1.367 5.449 -0.001 0.009 0.01
Si 17.716 4.065 5.466 -0.01 -0.013 0.005
Si 20.424 6.814 5.413 -0.012 -0.003 -0.002
Si 17.732 9.522 5.401 0.021 0.008 0.002
Si 20.407 -4.088 5.422 0.005 0.003 0.001
Si 23.103 -1.368 5.492 0.009 0.013 0.018
Si 25.837 1.359 5.495 -0.008 0.002 0.01
Si 23.098 4.093 5.466 -0.005 -0.004 -0.002
Si 9.532 6.82 5.426 -0.002 0.006 0.005
Si 23.124 -6.833 5.426 -0.005 -0.011 -0.004
Si 25.824 12.207 5.482 -0.002 0.001 -0.006
Si 12.255 -1.394 5.417 0.017 -0.002 0.008
Si 14.988 1.382 5.473 -0.002 -0.003 0.008
Si 12.286 4.078 5.465 -0.011 0.003 0.012
Si 15.013 6.83 5.434 -0.015 -0.003 0.008
Si 12.305 9.539 5.427 0 -0.005 0.008
Si 15 -4.081 5.379 -0.007 0 -0.004
Si 19.049 -0.003 6.799 0.002 0.005 0
Si 21.754 2.725 6.825 -0.004 0.009 -0.001
Si 19.073 5.452 6.796 0.006 -0.004 -0.005
Si 21.775 -8.173 6.806 0.008 0 0.004
Si 19.059 -5.44 6.793 0.006 -0.009 0.001
Si 21.751 -2.742 6.824 0.004 -0.005 -0.004
Si 24.473 -0.006 6.842 -0.003 -0.002 -0.006
Si 10.928 2.702 6.801 0.013 -0.022 0.001
Si 8.172 5.426 6.751 0.007 -0.003 -0.01
Si 27.191 8.142 6.841 -0.009 0 0.004
Si 24.456 10.852 6.822 -0.007 0.004 -0.002
Si 27.181 -2.754 6.85 -0.002 -0.004 0
Si 13.625 -0.021 6.78 -0.003 -0.002 -0.002
Si 16.349 2.729 6.833 0.003 -0.003 0.006
Si 13.651 5.459 6.795 0.002 -0.003 -0.003
Si 16.373 8.179 6.791 -0.004 0.004 -0.013
Si 13.654 -5.42 6.782 -0.016 0.011 -0.003
Si 16.347 -2.733 6.774 0.001 -0.011 -0.003
Si 17.701 1.351 8.177 -0.012 -0.007 0.002
Si 20.405 4.087 8.181 -0.002 -0.008 -0.004
Si 17.714 6.811 8.16 0.003 0.005 -0.002
Si 20.419 -6.797 8.16 0.005 0.007 -0.001
Si 17.7 -4.081 8.154 -0.006 0 -0.006
Si 20.403 -1.36 8.173 -0.003 0 -0.009
Si 23.118 1.367 8.187 0.022 0.012 -0.005
Si 9.545 4.078 8.124 -0.008 -0.003 -0.003
Si 23.13 6.792 8.176 -0.002 0 -0.009
Si 25.83 9.509 8.191 0.008 0 -0.009
Si 23.11 -4.098 8.186 0.001 -0.008 0.002
Si 25.825 -1.381 8.196 -0.018 -0.007 -0.006
Si 12.285 1.346 8.158 -0.008 0.012 -0.001
Si 14.995 4.101 8.173 0.009 0.012 0.004
Si 12.273 6.809 8.141 0 -0.001 -0.004
Si 15.002 -6.787 8.148 0.007 0.009 -0.005
Si 12.29 -4.079 8.152 0.011 0.013 0.004
Si 14.994 -1.37 8.143 -0.01 -0.004 -0.002
Si 16.343 -0.013 9.524 0.003 -0.001 -0.002
Si 19.054 2.719 9.538 -0.002 0.013 0.001
Si 16.355 5.457 9.531 -0.008 -0.008 0.001
Si 19.063 -8.15 9.528 0.002 -0.004 -0.002
Si 16.348 -5.431 9.524 -0.002 -0.001 0.003
Si 19.047 -2.719 9.531 -0.006 0.001 0.003
Si 21.76 0 9.541 0.004 -0.001 -0.003
Si 8.186 2.721 9.485 -0.008 -0.003 0.003
Si 21.771 5.437 9.539 0.007 -0.01 -0.001
Si 24.477 8.148 9.553 -0.001 0 0.003
Si 21.756 -5.447 9.551 0.002 0 0.005
Si 24.465 -2.735 9.55 0.004 0.001 0.001
Si 10.918 -0.008 9.511 0.002 -0.008 0
Si 13.637 2.721 9.516 0.009 -0.01 -0.002
Si 10.909 5.44 9.488 0.005 -0.002 -0.005
Si 13.636 -8.151 9.504 -0.007 -0.007 -0.001
Si 10.919 -5.447 9.492 -0.013 -0.002 -0.006
Si 13.641 -2.719 9.516 -0.005 -0.005 0.003
Si 17.698 -1.361 10.904 0.001 -0.005 0.001
Si 20.408 1.362 10.909 -0.003 0.005 -0.001
Si 17.701 4.086 10.894 -0.001 -0.001 0.004
Si 20.414 -9.513 10.892 0.003 0.005 -0.003
Si 17.705 -6.784 10.888 -0.009 0 -0.002
Si 20.399 -4.073 10.905 0.002 0.001 -0.001
Si 23.111 -1.365 10.906 0.009 -0.006 -0.001
Si 9.546 1.359 10.848 -0.003 0.011 -0.002
Si 6.815 4.079 10.832 0.011 0.004 0.001
Si 25.834 6.785 10.917 0.005 -0.004 -0.002
Si 23.119 9.517 10.91 0.002 0.002 -0.002
Si 25.833 -4.085 10.912 -0.007 -0.002 -0.005
Si 12.282 -1.36 10.872 0.003 0.006 0.003
Si 14.993 1.358 10.878 0.003 0.004 0.004
Si 12.269 4.086 10.862 -0.011 -0.006 0.002
Si 14.989 6.816 10.883 0.008 0.011 0.002
Si 12.276 -6.797 10.867 0.002 0.009 -0.002
Si 14.995 -4.071 10.889 -0.007 0.007 0.001
Si 19.052 0.003 12.274 -0.005 -0.002 0.003
Si 21.767 2.721 12.274 0.015 0 0.002
Si 19.059 5.449 12.253 0.002 -0.003 0
Si 21.757 -8.156 12.268 0.002 -0.009 0.004
Si 19.043 -5.424 12.273 -0.002 -0.001 -0.001
Si 21.748 -2.709 12.275 -0.001 -0.001 0.006
Si 24.477 -0.013 12.266 0.001 0.003 -0.001
Si 10.909 2.717 12.21 0.003 -0.004 0.001
Si 8.181 5.441 12.189 -0.005 0.004 -0.002
Si 27.192 8.145 12.276 -0.004 0.001 0.007
Si 24.469 10.888 12.27 0.013 0.005 0.001
Si 27.192 -2.732 12.28 -0.003 0.002 0.004
Si 13.641 -0.003 12.24 -0.01 0.002 -0.003
Si 16.35 2.714 12.246 -0.008 -0.006 -0.002
Si 13.628 5.446 12.235 0.006 0.001 0
Si 16.345 8.182 12.246 0.007 0.005 -0.002
Si 13.63 -5.432 12.237 0 -0.003 -0.002
Si 16.345 -2.717 12.271 -0.009 -0.006 0.002
Si 17.696 1.366 13.636 0.011 0.008 0.002
Si 20.404 4.09 13.628 -0.007 0.012 0.006
Si 17.709 6.828 13.603 -0.013 0.001 -0.002
Si 20.404 -6.783 13.628 0.008 -0.003 -0.002
Si 17.694 -4.066 13.655 0 0.001 0.009
Si 20.402 -1.348 13.657 -0.002 0.005 0.004
Si 23.12 1.346 13.629 0.009 -0.002 0.002
Si 9.542 4.08 13.552 -0.002 0.004 -0.006
Si 23.107 -9.525 13.625 0.003 0.012 0.002
Si 25.832 9.527 13.62 -0.017 0.001 -0.004
Si 23.11 -4.064 13.632 0.006 -0.007 -0.005
Si 25.833 -1.367 13.637 -0.003 0.001 0.001
Si 12.27 1.357 13.577 0.002 0.006 0.008
Si 14.992 4.077 13.591 0.01 -0.011 0.005
Si 12.277 6.814 13.599 -0.004 -0.008 0.008
Si 14.995 9.547 13.61 -0.006 0.007 -0.002
Si 12.281 -4.064 13.595 -0.002 -0.004 0.001
Si 14.996 -1.347 13.629 -0.002 0.001 0.008
Si 16.347 0.01 15.013 -0.006 -0.008 0.002
Si 19.053 2.73 14.998 -0.013 -0.009 0.004
Si 16.361 5.447 14.936 0 -0.002 -0.002
Si 19.05 8.185 14.993 -0.011 0.008 0.012
Si 16.331 -5.424 15.017 -0.007 -0.003 0.002
Si 19.037 -2.693 15.03 0.003 -0.002 0.006
Si 21.763 0.02 15.02 0.005 0.006 0.003
Si 24.49 2.671 15.002 -0.005 0.004 0.002
Si 21.749 5.448 15.002 0.013 -0.004 0.008
Si 24.453 -8.138 14.962 0.011 -0.002 0.005
Si 21.745 -5.411 14.993 -0.007 0.004 0.01
Si 24.459 -2.703 15.001 -0.003 0 0.007
Si 10.92 -0.043 14.903 -0.014 -0.005 -0.005
Si 13.633 2.71 14.945 -0.004 -0.007 0.006
Si 10.9 5.436 14.926 0 -0.004 0
Si 13.649 8.183 14.965 0.009 0.006 0.001
Si 10.901 10.898 14.926 -0.005 -0.001 -0.002
Si 13.644 -2.716 14.983 0 0.005 0.002
Si 33.651 -1.311 0.022 0.284 -0.037 0.694
Si 36.743 1.454 0.3 0.148 -0.336 0.673
Si 34.332 3.536 -0.024 -0.37 0.457 0.666
Si 36.245 7.097 -0.068 0.257 -0.272 0.815
Si 34.081 9.372 0.055 -0.166 0.187 0.772
Si 36.779 -3.886 0.11 -0.373 0.101 0.664
Si 39.644 -1.51 0.05 -0.153 0.273 0.67
Si 42.546 1.065 0.035 -0.34 0.278 0.72
Si 39.443 4.09 -0.018 -0.043 0.02 0.706
Si -22.835 6.623 0.194 -0.083 0.028 0.682
Si -26.571 9.905 -0.109 0.507 -0.27 0.638
Si 25.732 -3.821 0.129 0.08 -0.147 0.73
Si 28.656 -1.65 0.111 -0.05 0.303 0.687
Si 31.575 1.034 0.027 -0.256 0.1 0.802
Si 28.303 4.164 0.22 0.098 -0.031 0.675
Si 30.981 6.926 -0.294 0.317 -0.234 0.64
Si 28.786 -7.096 -0.018 -0.205 0.126 0.786
Si 30.888 12.516 0.226 0.041 -0.13 0.779
Si 35.35 -0.154 1.315 -0.045 -0.013 -0.046
Si 38.191 2.781 1.513 0.02 -0.002 -0.046
Si 35.24 5.391 1.207 0.004 -0.03 -0.01
Si -27.412 8.199 1.267 0.005 -0.038 -0.076
Si 35.224 -5.283 1.288 0.004 -0.043 -0.043
Si 38.068 -2.561 1.479 0.04 -0.005 -0.041
Si 40.828 0.063 1.346 0.01 0.009 -0.051
Si 27.089 2.729 1.564 -0.01 -0.003 -0.029
Si -24.541 5.498 1.352 0.04 -0.007 -0.035
Si 27.189 -8.242 1.268 0.005 -0.004 -0.05
Si -24.715 10.777 1.257 -0.071 -0.042 -0.074
Si 27.195 -2.728 1.548 -0.015 0 -0.044
Si 29.869 -0.009 1.3 0.018 -0.007 -0.05
Si 32.675 2.606 1.351 -0.001 -0.007 -0.087
Si 29.958 5.415 1.265 -0.016 0.014 -0.028
Si 32.532 8.061 1.218 -0.02 -0.006 -0.023
Si 29.829 10.806 1.401 -0.01 0.005 -0.018
Si 32.485 -2.68 1.504 -0.012 -0.004 -0.053
Si 34.033 1.271 2.721 0.006 -0.007 0.029
Si 36.69 4.164 2.681 -0.03 -0.007 -0.002
Si 33.883 6.717 2.627 0.025 0.011 0.01
Si -28.71 9.6 2.671 0.001 0.021 0.03
Si 33.901 -4.053 2.761 0.014 -0.007 0.009
Si 36.665 -1.333 2.832 -0.002 0.024 0.01
Si 39.495 1.366 2.796 0.008 -0.018 0.015
Si -23.18 4.066 2.698 0.017 0.007 0.015
Si -25.93 6.895 2.636 -0.038 0.014 0.01
Si -23.193 9.543 2.624 -0.029 0.026 0.023
Si -25.929 12.221 2.732 0.018 0.001 0.048
Si 25.855 -1.321 2.832 -0.005 0.013 0.026
Si 28.547 1.332 2.731 -0.005 -0.023 0.005
Si 31.3 4.042 2.639 -0.016 -0.017 -0.001
Si 28.584 6.769 2.679 -0.01 -0.006 0.02
Si 31.266 9.464 2.683 0.018 0 0.004
Si 28.51 12.145 2.819 0.01 0.018 0.019
Si 31.168 -1.298 2.816 -0.026 0.02 0.04
Si 32.614 0.012 4.128 0.004 -0.003 -0.013
Si 35.361 2.726 4.04 0.006 -0.007 -0.017
Si 32.599 5.391 4.065 -0.004 0.018 0.011
Si -30.031 8.146 3.991 -0.006 0.001 0.004
Si 32.592 -5.48 4.084 -0.016 -0.025 0.006
Si 35.302 -2.734 4.131 -0.012 -0.001 -0.023
Si 38.052 0.04 4.131 0.036 0 0.001
Si -24.474 2.742 4.148 0.022 0.005 0.012
Si -27.252 5.519 4.047 0.009 0.005 0.009
Si -24.531 8.192 4.023 0.003 -0.008 0.026
Si -27.304 10.884 4.085 0.011 -0.005 -0.012
Si -24.593 -2.727 4.147 0.017 -0.018 -0.01
Si 27.225 0.008 4.162 -0.003 -0.004 0.001
Si 29.924 2.714 4.045 0.007 0.012 0.003
Si 27.212 5.451 4.104 -0.002 0.01 -0.01
Si 29.903 8.135 4.074 -0.019 -0.005 -0.019
Si 27.15 10.8 4.132 -0.016 -0.008 -0.001
Si 29.871 -2.755 4.134 0.007 0.005 -0.014
Si 34.001 -1.415 16.431 0 0.001 -0.004
Si 36.693 1.325 16.422 -0.003 0.007 -0.001
Si 33.976 4.038 16.394 -0.006 -0.003 0
Si -28.57 6.778 16.426 -0.003 0.009 0.009
Si 33.944 -6.799 16.381 -0.014 0.016 -0.014
Si 36.677 -4.089 16.446 0.009 -0.001 0.001
Si 39.393 -1.372 16.422 0.003 0.002 -0.007
Si 25.835 1.308 16.404 -0.007 -0.007 0
Si -25.933 4.064 16.387 -0.002 0.002 0.009
Si 25.839 -9.543 16.226 -0.014 -0.004 -0.035
Si -25.893 9.513 16.439 0 -0.009 -0.004
Si 25.816 -4.072 16.345 0.001 -0.007 -0.007
Si 28.546 -1.384 16.397 0 -0.004 -0.007
Si 31.273 1.287 16.371 -0.02 0.004 0.001
Si 28.542 4.032 16.326 -0.019 0.005 -0.008
Si 31.274 6.737 16.362 -0.012 0.006 -0.009
Si 28.581 9.494 16.314 0.015 0.001 -0.01
Si 31.258 -4.146 16.386 -0.002 0.002 -0.006
Si 35.357 -0.043 17.806 -0.001 -0.027 0.008
Si 38.031 2.687 17.81 0 0.007 0.002
Si 35.351 5.385 17.757 0.013 -0.009 -0.009
Si -27.242 8.156 17.83 0.007 -0.005 0.006
Si 35.273 -5.447 17.785 -0.012 0.001 -0.038
Si 38.042 -2.719 17.814 -0.02 0.004 0.006
Si 40.754 -0.009 17.791 0.016 0.002 0.005
Si 27.226 2.672 17.719 0.023 0.003 0.032
Si -24.568 5.454 17.694 -0.004 0.018 0.006
Si 27.225 -8.246 17.572 -0.003 -0.021 -0.01
Si -24.517 10.85 17.818 0.005 -0.001 -0.003
Si 27.152 -2.73 17.738 0.001 -0.003 0
Si 29.933 -0.058 17.771 0.001 0.009 0.015
Si 32.615 2.647 17.732 0.023 -0.012 -0.003
Si 29.896 5.361 17.699 0.031 0.009 0.008
Si 32.599 8.132 17.716 -0.004 -0.003 0
Si 29.886 10.825 17.756 -0.015 -0.018 0.027
Si 32.652 -2.839 17.754 0.013 -0.021 -0.041
Si 33.983 1.331 19.135 0.023 0.03 -0.011
Si 36.668 4.036 19.192 -0.015 0.01 -0.002
Si 33.984 6.78 19.046 0.002 0.011 -0.031
Si 36.567 -6.826 19.145 0.002 -0.022 -0.02
Si 33.941 -4.154 19.251 -0.014 0.013 0.021
Si 36.694 -1.385 19.237 0.003 0.012 -0.035
Si 39.391 1.326 19.193 -0.015 0.009 -0.004
Si 25.84 4.13 18.939 0.012 0.022 -0.035
Si -25.797 6.834 19.175 0.026 -0.015 -0.034
Si 25.888 -6.875 18.864 -0.01 -0.001 -0.034
Si 39.392 -4.097 19.167 0.018 -0.014 -0.011
Si 42.128 -1.373 19.147 0.02 -0.02 -0.009
Si 28.578 1.311 19.138 -0.002 0.014 -0.029
Si 31.185 3.934 19.066 -0.051 -0.021 -0.02
Si 28.535 -9.565 19.008 -0.008 0.006 -0.019
Si 31.209 9.41 19.122 -0.004 -0.006 -0.029
Si 28.477 -4.119 19.078 0.018 -0.022 -0.03
Si 31.309 -1.494 19.078 -0.034 -0.001 -0.011
Si 32.687 -0.148 20.426 0.018 -0.014 0.015
Si 35.288 2.686 20.593 -0.001 0 0.027
Si 32.528 5.404 20.227 -0.014 0.022 0.015
Si 35.276 8.066 20.556 0.002 0.021 0.023
Si 32.582 10.695 20.549 0.013 -0.027 0.071
Si 35.289 -2.742 20.62 -0.019 0.02 0.058
Si 38.064 0.004 20.641 -0.02 0.007 0.022
Si 40.765 2.703 20.502 0.025 0.022 0.053
Si 38.085 5.425 20.467 0.028 0.006 0.037
Si -24.399 8.153 20.672 -0.011 -0.036 0.045
Si 37.917 -5.437 20.458 -0.03 0.04 0.022
Si 40.791 -2.746 20.54 0.031 0.026 0.064
Si 27.201 -0.044 20.511 0.008 0.006 0.076
Si 29.956 2.596 20.605 0.01 -0.003 0.053
Si 27.227 5.393 20.353 0.005 -0.023 0.061
Si 29.766 -8.246 20.481 0.015 0.011 0.032
Si 27.113 -5.587 20.331 0.043 0.019 0.03
Si 29.908 -2.83 20.425 -0.001 -0.001 0.072
Si 34.251 -1.079 21.945 -0.088 -0.174 -0.706
Si 36.5 1.174 21.989 0.169 0.236 -0.68
Si 33.766 4.138 21.673 0.192 -0.183 -0.681
Si 36.989 7.014 21.786 -0.314 -0.299 -0.757
Si 33.544 8.958 21.894 0.37 0.468 -0.715
Si 36.856 -3.875 21.938 -0.275 -0.332 -0.57
Si 39.203 -1.65 21.908 0.294 0.377 -0.613
Si 26.002 1.69 21.58 0.075 -0.199 -0.738
Si 39.617 4.287 21.825 -0.134 -0.157 -0.719
Si 25.735 6.669 21.622 0.245 0.188 -0.785
Si 39.102 -6.974 21.705 0.417 0.13 -0.736
Si 42.292 -4.049 21.814 0.012 0.154 -0.773
Si 28.823 -1.251 21.757 -0.233 -0.058 -0.754
Si 31.137 0.856 21.796 0.06 0.367 -0.652
Si 28.273 3.797 21.759 0.252 0.116 -0.808
Si 31.273 -9.586 21.667 -0.323 -0.174 -0.605
Si 28.629 -6.634 21.804 -0.1 -0.229 -0.711
Si 30.948 -4.479 21.747 0.087 0.085 -0.736
Si -28.83 -3.469 24.981 -0.008 -0.088 -0.188
Si 32.228 -5.509 -2.027 -0.008 -0.108 0.034
Si -25.931 -2.418 24.71 -0.002 0.06 -0.1
Si -28.343 2.743 -6.901 0.011 -0.083 -0.1
Si -26.711 0.409 -2.114 0.037 -0.094 0.183
Si 31.018 -3.658 -6.284 -0.083 -0.133 -0.102
Si -24.837 -5.3 23.798 -0.033 0.062 -0.099
Si -31.143 -6.531 24.882 -0.067 -0.08 0.077
Si -29.645 5.412 23.884 0.061 -0.068 -0.013
Si 29.524 5.603 23.982 0.069 -0.065 -0.129
Si -32.24 -5.251 -4.798 -0.025 -0.15 0.057
Si -27.219 -6.217 -3.07 -0.085 0.008 0.119
Si 30.813 -7.055 -4.081 0.092 0.141 0.064
Si 23.29 4.715 -6.729 0.131 -0.159 -0.004
Si 24.831 0.089 23.841 -0.134 -0.039 -0.067
Si 24.766 6.182 -2.682 0.075 -0.169 0.049
Si -28.428 -6.226 26.056 0.054 0.055 0.134
Si 26.559 -4.435 24.545 -0.027 -0.08 0.025
Si 28.674 -5.086 -4.841 0.013 -0.089 0.07
Si 27.415 -1.595 24.4 0.058 -0.054 -0.065
Si 30.62 -0.684 -7.037 -0.117 0.12 -0.158
Si 24.463 -6.038 -2.719 -0.056 0.124 0.056
Si 29.681 2.24 -1.974 0.02 0.014 0.135
Si -29.122 0.276 -3.774 -0.041 0.11 -0.075
Si -29.43 -4.594 -4.385 0.121 -0.024 -0.001
Si -27.54 3.102 24.128 0.031 -0.019 -0.163
Si -25.6 -7.899 -4.494 -0.034 -0.023 -0.099
Si -27.908 5.256 -2.209 -0.059 -0.08 0.052
Si 30.645 4.574 -5.853 0.058 0.223 0.021
Si 32.223 2.561 23.808 0.098 -0.057 0.099
Si -25.124 -5.148 -4.759 -0.018 -0.03 0.072
Si -26.484 5.707 -4.968 0.048 -0.026 0.003
Si 25.046 2.033 26.146 -0.011 0.017 -0.132
Si 30.381 3.533 25.901 0.031 0.037 -0.002
Si 26.322 -5.711 -6.794 0.006 0.089 -0.03
Si 27.397 0.17 -1.996 -0.007 -0.055 0.156
Si 25.216 0.584 -3.912 0.075 -0.037 0.009
Si -23.652 -0.421 -5.48 -0.014 -0.01 -0.113
Si 25.185 -1.45 -6.115 0.03 0.005 0.054
Si 27.223 -5.465 -2.176 -0.035 0.047 0.103
Si -31.576 -1.857 24.955 0.102 0.051 -0.062
Si -28.785 -0.04 -6.915 -0.017 -0.02 0.02
Si -29.956 -2.386 -2.264 0.039 -0.073 0.089
Si 24.063 -3.395 -4.157 0.136 -0.073 0.067
Si 32.077 -4.239 24.599 -0.065 -0.038 -0.002
Si -30.944 3.736 -5.657 -0.03 -0.006 -0.199
Si -25.38 -7.018 25.936 0.066 0 -0.046
Si -24.264 2.344 -2.117 -0.038 0.059 0.045
Si -30.26 3.204 -2.871 0.032 -0.128 0.161
Si 28.869 4.215 -3.812 -0.102 -0.035 -0.061
Si -26.104 1.012 -6.666 0.007 -0.06 -0.02
Si 32.099 2.017 -6.822 0.026 -0.038 -0.02
Si 30.741 6.227 -3.319 0.14 -0.129 0.13
Si 29.366 -4.765 25.818 -0.121 -0.022 -0.154
Si 33.955 -1.366 5.482 0.001 -0.005 0.015
Si 36.697 1.405 5.465 -0.011 0.002 0.021
Si 33.981 4.057 5.423 0 -0.003 0
Si -28.628 6.845 5.405 -0.015 0.008 -0.009
Si 33.945 9.48 5.435 0.023 0.004 0.015
Si -28.629 12.225 5.485 -0.006 -0.019 0.014
Si -25.932 -1.368 5.504 -0.006 0.006 0.006
Si -23.138 1.411 5.535 0.011 -0.008 0.018
Si -25.897 4.126 5.421 -0.005 -0.009 0.001
Si 25.845 6.807 5.449 0.011 0.013 0.002
Si -25.894 9.533 5.412 0.006 0.012 0.002
Si -23.148 -4.074 5.424 0.014 0 -0.007
Si 28.541 -1.392 5.507 0.007 0.001 0.001
Si 31.265 1.382 5.463 -0.002 -0.003 -0.005
Si 28.564 4.062 5.438 0 -0.008 -0.002
Si 31.251 6.763 5.435 0.002 -0.007 0.003
Si 28.551 9.477 5.47 0.008 -0.004 0.001
Si 31.256 -4.107 5.464 -0.007 -0.009 0.005
Si 35.332 0.011 6.814 0.005 0.011 -0.007
Si -27.229 2.759 6.818 -0.009 0.007 -0.003
Si -29.95 5.445 6.779 -0.003 -0.005 -0.005
Si -27.252 8.175 6.788 0.002 0.012 -0.003
Si -29.978 10.842 6.819 0.005 -0.005 0.001
Si -27.28 -2.73 6.856 0.003 0.006 -0.003
Si -24.531 0.003 6.828 0.014 0.005 -0.009
Si 27.208 2.719 6.83 0.003 -0.004 -0.008
Si 24.49 5.435 6.811 0.005 0 -0.01
Si -21.826 -8.16 6.784 0.008 -0.014 -0.009
Si -24.524 -5.435 6.784 -0.007 -0.008 -0.007
Si -21.817 -2.713 6.814 0.004 0.006 0.003
Si 29.919 -0.009 6.825 -0.001 -0.007 -0.003
Si 32.628 2.724 6.824 -0.002 0.003 -0.003
Si 29.907 5.415 6.82 -0.01 0.006 -0.007
Si 32.603 8.125 6.81 -0.009 0 -0.008
Si 29.9 -5.465 6.827 -0.005 0.006 0.001
Si 32.613 -2.746 6.835 0.004 -0.012 -0.008
Si 33.975 1.356 8.189 -0.004 0.003 -0.001
Si -28.601 4.099 8.176 0.008 0.006 0.003
Si 33.976 6.78 8.173 0.001 0 -0.006
Si -28.596 9.511 8.183 -0.001 0.004 -0.002
Si 33.966 -4.108 8.193 -0.004 0 0.004
Si -28.62 -1.357 8.203 -0.011 -0.012 0.006
Si -25.889 1.373 8.181 0 0 -0.006
Si 25.844 4.078 8.184 0.004 0.011 0
Si -25.901 6.815 8.167 -0.003 -0.013 -0.008
Si -23.181 -6.8 8.16 0.005 0.012 -0.012
Si -25.883 -4.09 8.176 0.01 0.014 0
Si -23.176 -1.36 8.187 0.001 -0.004 0.001
Si 28.556 1.343 8.188 -0.004 0.003 -0.004
Si 31.268 4.068 8.19 0.003 0.007 -0.005
Si 28.55 6.774 8.191 -0.007 -0.007 -0.001
Si 31.26 -6.828 8.184 0 -0.003 0
Si 28.552 -4.104 8.201 0.001 0.002 -0.001
Si 31.266 -1.375 8.195 -0.003 0.006 -0.001
Si 32.627 -0.016 9.556 0.01 -0.007 -0.004
Si -29.946 2.72 9.544 -0.006 0.001 -0.003
Si 32.628 5.422 9.549 -0.009 -0.001 -0.003
Si -29.947 8.141 9.544 0.014 0 -0.003
Si 32.615 -5.469 9.556 0.001 0.002 -0.006
Si -29.963 -2.737 9.56 -0.007 0.002 0
Si -27.246 0.003 9.549 0.001 0.005 -0.007
Si 24.484 2.717 9.545 0.002 -0.005 0.002
Si -27.244 5.45 9.547 -0.002 0.003 0.001
Si -24.541 -8.15 9.538 0.003 -0.003 -0.002
Si -27.24 -5.446 9.549 0 -0.009 -0.002
Si -24.536 -2.725 9.546 0.007 0.005 0
Si 27.197 -0.022 9.546 -0.003 -0.001 -0.006
Si 29.917 2.696 9.553 0.005 0.001 0
Si 27.196 5.423 9.56 0.001 0 0.003
Si 29.908 8.136 9.554 -0.002 0.002 0.001
Si 27.187 -5.456 9.557 -0.01 0.004 0.003
Si 29.91 -2.738 9.557 -0.004 -0.004 0.002
Si 33.972 -1.378 10.93 -0.012 -0.004 0.005
Si -28.601 1.355 10.918 -0.003 0.004 0.002
Si -31.303 4.062 10.922 -0.002 0.007 0
Si -28.596 6.794 10.927 -0.002 -0.001 0.003
Si -31.293 9.501 10.917 -0.002 -0.01 -0.001
Si -28.597 -4.092 10.921 0.006 0.017 0
Si -25.894 -1.366 10.911 0.002 -0.003 0.003
Si 25.837 1.34 10.899 0.001 0.004 -0.005
Si 23.121 4.075 10.904 0.003 0.011 -0.001
Si -23.189 -9.503 10.917 0.012 -0.014 0.005
Si -25.891 -6.803 10.924 0.004 0.002 0.003
Si -23.185 -4.087 10.914 0.002 -0.004 0.001
Si 28.553 -1.378 10.918 -0.002 -0.003 -0.001
Si 31.269 1.334 10.925 -0.006 0.002 0
Si 28.558 4.054 10.912 -0.01 0 -0.001
Si 31.277 6.778 10.912 0.01 -0.005 -0.001
Si 28.547 9.5 10.912 -0.004 0.003 -0.005
Si 31.265 -4.104 10.919 0.001 0 0.002
Si 35.338 -0.02 12.291 0.001 -0.001 -0.003
Si -27.25 2.715 12.284 0.004 -0.002 -0.004
Si -29.95 5.424 12.288 0.003 -0.005 -0.004
Si -27.245 8.158 12.299 -0.002 -0.006 0
Si -29.943 10.861 12.295 0.001 -0.003 -0.002
Si -27.245 -2.729 12.287 -0.001 0 -0.006
Si -24.54 -0.007 12.277 0.004 0.005 0.001
Si 27.201 2.682 12.264 -0.004 -0.002 0.001
Si 24.473 5.424 12.275 -0.006 -0.011 0.004
Si -21.831 -8.145 12.281 -0.005 0.009 -0.001
Si -24.54 -5.439 12.294 0.004 0.007 0.003
Si -21.82 -2.725 12.267 0.005 0.002 -0.001
Si 29.915 -0.032 12.292 0.001 0 0.002
Si 32.634 2.684 12.289 0 0 -0.005
Si 29.926 5.407 12.268 0.003 0.009 -0.001
Si 32.64 8.131 12.277 -0.003 0.01 -0.003
Si 29.903 -5.462 12.279 -0.006 -0.008 -0.002
Si 32.62 -2.747 12.289 0.001 0.004 0
Si 33.981 1.32 13.669 0.003 0 0.005
Si -28.611 4.058 13.658 -0.013 0.01 0
Si -31.288 6.785 13.667 -0.004 -0.007 0.003
Si -28.594 9.51 13.684 0.007 -0.001 0.013
Si 33.983 -4.095 13.658 -0.013 0.009 0.004
Si 36.693 -1.374 13.667 0 -0.005 0.001
Si -25.897 1.35 13.646 -0.01 0.001 0.006
Si 25.828 4.029 13.611 0.017 -0.002 -0.005
Si -25.891 6.796 13.663 0.004 -0.003 0.001
Si -23.182 -6.794 13.662 0.005 -0.005 0.013
Si -25.906 -4.09 13.666 -0.001 0.01 0.002
Si -23.19 -1.383 13.634 0.009 -0.004 0.005
Si 28.551 1.327 13.646 -0.014 0.006 0.001
Si 31.277 4.043 13.643 -0.002 -0.001 -0.002
Si 28.565 6.772 13.613 -0.001 -0.006 0.002
Si 31.273 9.486 13.619 0.006 -0.001 -0.002
Si 28.552 -4.093 13.644 0.003 -0.004 0.005
Si 31.265 -1.402 13.663 -0.002 -0.008 0.007
Si 32.641 -0.068 15.033 -0.002 -0.003 -0.002
Si 35.337 2.679 15.039 0 0.001 -0.003
Si 32.64 5.397 15.005 0 0 0
Si -29.943 8.144 15.06 0 0.003 0.004
Si 32.607 -5.468 14.988 -0.005 -0.015 0.001
Si 35.347 -2.745 15.036 0.005 0.001 0.006
Si 38.049 -0.013 15.038 0.008 0.004 0
Si -24.558 2.717 15.012 0 0.005 0.001
Si -27.26 5.428 15.012 -0.001 -0.014 0
Si -24.545 8.169 15.033 -0.002 -0.006 0.004
Si -27.246 10.874 15.065 -0.001 0.007 -0.001
Si -24.551 -2.732 15.027 0.003 -0.007 -0.002
Si 27.193 -0.029 15.018 0.012 0.007 0.016
Si 29.927 2.671 15.002 0.012 0.004 0.005
Si 27.204 5.384 14.933 -0.009 0.002 0.003
Si 29.934 8.115 14.981 0.002 -0.003 0.003
Si 27.189 10.872 14.997 -0.011 0.001 0.006
Si 29.904 -2.754 15.037 0.004 -0.001 0.005
Si -15.084 -1.052 0.214 0.111 -0.161 0.773
Si -12.467 1.704 0.379 0.057 -0.066 0.655
Si -14.695 3.838 0.271 -0.229 -0.001 0.705
Si -12.249 6.619 0.414 -0.131 0.238 0.745
Si -14.981 -6.562 -0.022 0.105 -0.287 0.734
Si -12.125 -4.305 0.374 -0.047 0.218 0.738
Si -9.391 -1.721 -0.084 -0.125 0.243 0.666
Si -6.936 1.367 0.143 0.283 -0.193 0.642
Si -9.928 4.551 0.19 0.278 -0.311 0.708
Si -6.644 6.528 -0.042 -0.19 0.268 0.689
Si -9.96 -6.517 0.324 0.139 -0.106 0.757
Si -23.522 12.54 0.407 -0.032 -0.142 0.718
Si -20.785 -1.396 0.255 0.288 -0.181 0.692
Si -17.534 0.9 0.01 -0.11 0.25 0.669
Si -20.638 4.402 0.087 0.163 -0.124 0.719
Si -17.793 7.088 0.112 0.12 -0.199 0.727
Si -20.079 9.256 -0.042 -0.122 0.311 0.726
Si -17.103 -4.19 -0.176 -0.392 0.089 0.622
Si -13.619 0.097 1.58 -0.005 -0.008 -0.048
Si -10.898 2.884 1.562 0.031 0.017 -0.041
Si -13.67 5.363 1.709 -0.028 -0.026 -0.056
Si -11.028 8.201 1.621 0.02 -0.023 -0.032
Si -13.643 -5.502 1.597 -0.031 -0.016 -0.049
Si -10.896 -2.678 1.457 0.015 0.001 -0.047
Si -8.266 -0.119 1.32 -0.034 -0.04 -0.031
Si -21.734 2.738 1.339 -0.008 0.021 -0.005
Si -8.195 5.503 1.403 0.035 0.004 -0.038
Si -21.67 8.224 1.395 0.005 0.001 -0.036
Si -8.223 -5.431 1.422 0.001 0.011 -0.071
Si -21.958 -2.7 1.754 -0.032 -0.009 -0.03
Si -19.075 -0.198 1.39 -0.018 0.024 -0.051
Si -16.445 2.647 1.293 -0.008 -0.025 -0.033
Si -19.026 5.512 1.377 0.004 0.012 -0.06
Si -16.226 -8.069 1.362 0.018 0.041 -0.046
Si -18.95 -5.299 1.087 0.027 -0.005 -0.025
Si -16.22 -2.714 1.429 -0.006 0.029 -0.073
Si -15.082 1.412 2.829 -0.007 0.034 0.041
Si -12.244 4.103 3.021 0.013 -0.013 0.051
Si -15.044 6.843 2.843 -0.012 0.026 0.003
Si -12.34 -6.815 2.993 0.001 -0.007 0.043
Si -14.954 -4.051 2.859 0.002 0 0.03
Si -12.242 -1.32 2.817 -0.008 -0.014 0.007
Si -9.545 1.34 2.711 -0.004 0.006 0.02
Si -6.825 4.047 2.683 0.023 0.011 0.016
Si -9.52 6.854 2.821 -0.014 -0.009 0.008
Si -6.835 -6.821 2.71 0.01 0.001 0.004
Si -9.545 -4.056 2.818 -0.031 -0.016 0.032
Si -23.253 -1.235 2.938 -0.066 0.039 0.033
Si -20.384 1.34 2.702 -0.013 -0.025 0.005
Si -17.725 4.065 2.693 0.002 -0.006 0.015
Si -20.373 6.848 2.786 0.003 -0.007 0.027
Si -17.667 -6.67 2.639 -0.013 0.014 0.021
Si -20.372 -4.124 2.683 0.058 -0.063 -0.014
Si -17.694 -1.456 2.787 0.002 0.005 0.015
Si -16.391 -0.017 4.144 0.022 -0.005 -0.009
Si -13.688 2.72 4.224 -0.004 -0.005 -0.012
Si -16.415 5.442 4.116 -0.001 -0.019 0.004
Si -13.695 8.131 4.267 0.006 0.005 0
Si -16.377 -5.396 4.144 -0.016 -0.033 -0.016
Si -13.592 -2.685 4.174 0.011 -0.017 0.013
Si -10.894 0.042 4.142 0.023 0.024 0.001
Si -8.16 2.689 4.063 -0.014 0.021 0.02
Si -10.852 5.501 4.231 0.001 0.001 0.002
Si -8.164 8.197 4.146 -0.007 0.009 0.014
Si -10.911 -5.404 4.196 0.024 0.011 -0.018
Si -8.166 -2.713 4.143 -0.004 0.001 -0.014
Si -21.782 0.089 4.16 0 0.016 0.001
Si -19.074 2.72 4.086 0.022 -0.02 -0.001
Si -21.803 5.449 4.058 -0.003 -0.001 -0.02
Si -19.017 -8.069 4.07 0.008 0.027 -0.018
Si -21.802 -5.451 4.022 -0.001 0.01 0.002
Si -19.087 -2.768 4.126 -0.006 -0.005 0.012
Si -14.945 -1.361 16.306 -0.003 0.008 -0.007
Si -12.225 1.328 16.259 0.01 -0.003 -0.001
Si -14.977 4.104 16.232 0.008 -0.006 -0.013
Si -12.261 6.81 16.245 -0.016 -0.003 -0.004
Si -14.955 -6.757 16.296 0.005 -0.012 -0.012
Si -12.242 -4.046 16.296 -0.002 -0.016 0.009
Si -9.497 -1.302 16.268 0.011 -0.002 -0.002
Si -23.203 1.323 16.338 0.011 -0.021 -0.005
Si -9.524 4.075 16.247 -0.007 0.016 -0.009
Si -23.166 6.815 16.373 -0.003 -0.001 -0.008
Si -9.524 9.572 16.161 -0.002 -0.01 -0.018
Si -23.201 -4.103 16.384 -0.024 0.002 0.001
Si -20.452 -1.379 16.275 0.014 -0.009 -0.008
Si -17.709 1.369 16.272 0.013 0.004 -0.017
Si -20.462 4.09 16.32 0.009 -0.009 -0.006
Si -17.704 -9.472 16.315 0.011 -0.007 0.008
Si -20.424 -6.772 16.358 0.004 -0.014 0.005
Si -17.663 -4.06 16.307 0.001 0.008 0.002
Si -13.573 -0.006 17.657 -0.008 -0.018 0.017
Si -10.848 2.666 17.597 -0.012 -0.006 -0.022
Si -13.612 5.428 17.601 -0.001 0.023 0.007
Si -10.893 8.24 17.506 0.019 0.013 -0.019
Si -13.604 -5.4 17.682 0.011 0.014 -0.002
Si -10.875 -2.641 17.606 0 -0.001 0.005
Si -8.139 0.025 17.681 -0.009 0.001 0.005
Si -21.82 2.677 17.64 0.002 0.016 -0.003
Si -8.163 5.455 17.567 -0.017 -0.03 0.02
Si -21.807 8.207 17.724 0.002 0.024 -0.019
Si -8.143 -5.412 17.495 -0.008 0.013 -0.001
Si -21.849 -2.677 17.658 -0.004 0.017 -0.009
Si -19.036 -0.056 17.585 -0.013 -0.003 0.006
Si -16.335 2.759 17.581 -0.009 -0.016 -0.003
Si -19.096 5.487 17.64 -0.007 0.003 -0.002
Si -16.305 -8.108 17.656 0.003 0.019 -0.001
Si -19.008 -5.404 17.673 0.026 -0.025 0.003
Si -16.263 -2.742 17.683 0.018 0.001 -0.016
Si -14.953 1.421 18.921 -0.006 0.028 -0.019
Si -12.244 4.001 18.889 -0.031 -0.035 -0.024
Si -14.943 6.812 18.967 0.012 -0.012 -0.012
Si -12.171 9.568 18.955 -0.011 -0.033 -0.008
Si -14.909 -4.058 19.132 -0.037 0.011 0.005
Si -12.217 -1.351 19.072 0.013 -0.008 -0.04
Si -9.51 1.373 19.056 0.006 0.011 0.009
Si -23.244 4.01 18.96 0.003 -0.045 -0.026
Si -9.55 6.891 18.82 0.018 0.012 -0.028
Si -23.107 9.522 19.204 -0.032 -0.007 -0.033
Si -9.415 -3.977 18.843 0.013 0.016 -0.025
Si -6.75 -1.326 19.032 0.005 -0.024 -0.007
Si -20.437 1.249 18.905 -0.027 -0.012 -0.04
Si -17.723 4.098 18.919 0.032 -0.012 -0.022
Si -20.433 6.849 19.032 0.009 -0.001 0.003
Si -17.602 -6.717 19.061 0.019 0.027 -0.024
Si -20.423 -4.001 18.917 -0.001 0.007 -0.022
Si -17.623 -1.345 18.965 -0.007 0.018 -0.023
Si -16.274 0.075 20.283 -0.009 -0.015 0.046
Si -13.611 2.721 20.337 0.01 -0.02 0.052
Si -16.403 5.454 20.285 -0.013 0.021 0.037
Si -13.464 8.145 20.299 -0.013 0.002 0.06
Si -16.237 -5.383 20.568 -0.024 -0.018 0.026
Si -13.544 -2.713 20.526 0.013 0.02 0.066
Si -10.858 0.027 20.445 -0.001 -0.018 0.054
Si -8.129 2.712 20.417 0.031 0.003 0.062
Si -10.854 5.434 20.062 0.011 0.004 0.034
Si -8.242 8.212 20.252 -0.003 0.012 0.024
Si -10.774 -5.297 20.16 -0.007 0.019 0.054
Si -8.109 -2.713 20.363 -0.017 0 0.056
Si 43.554 -0.01 20.447 0.007 0.003 0.049
Si -19.063 2.64 20.146 0.024 -0.006 0.02
Si -21.876 5.406 20.204 -0.024 0.044 0.039
Si -19.035 8.244 20.34 -0.011 -0.002 0.047
Si -21.663 10.998 20.373 -0.029 -0.011 0.046
Si -19.068 -2.663 20.247 0.01 0.001 0.039
Si -14.733 -1.017 21.668 -0.09 -0.205 -0.77
Si -12.485 1.175 21.722 0.167 0.182 -0.697
Si -14.838 4.316 21.558 -0.194 -0.26 -0.666
Si -12.431 6.394 21.493 0.152 0.322 -0.697
Si -15.011 9.186 21.682 0.199 0.46 -0.588
Si -11.807 -3.859 21.693 -0.287 -0.069 -0.697
Si -9.661 -1.561 21.721 0.117 0.183 -0.722
Si 42.434 1.599 21.739 -0.132 -0.152 -0.606
Si -9.27 4.462 21.475 -0.065 -0.264 -0.683
Si -23.272 6.339 21.836 0.022 0.332 -0.644
Si -9.312 9.865 21.544 -0.108 -0.221 -0.608
Si -6.933 -4.41 21.501 -0.011 0.215 -0.691
Si 45.268 -1.058 21.699 -0.327 -0.218 -0.76
Si -17.846 1.251 21.57 0.198 0.196 -0.714
Si -20.671 3.798 21.315 -0.026 -0.005 -0.628
Si -17.464 7.088 21.604 -0.282 -0.294 -0.621
Si -20.075 9.878 21.657 -0.045 -0.054 -0.647
Si -17.961 -4.132 21.652 0.233 -0.016 -0.616
Si -8.566 2.997 -1.708 -0.07 0.027 -0.157
Si -18.347 -4.508 -4.244 -0.052 -0.018 0.03
Si -14.141 6.039 26.067 -0.004 0.137 -0.008
Si -12.736 3.424 -3.938 -0.036 -0.084 -0.063
Si -18.911 3.995 -2.462 -0.047 0.06 0.038
Si -16.788 -2.031 23.799 -0.083 0.012 -0.139
Si -7.11 6.396 -5.367 -0.105 -0.077 -0.018
Si -14.75 -7.899 24.531 0.051 -0.015 -0.144
Si -11.031 5.208 23.725 -0.032 -0.04 -0.155
Si -19.468 4.285 23.935 -0.047 0.013 0.084
Si -16.65 -0.531 -4.645 -0.008 -0.045 -0.069
Si -13.539 -2.731 -1.928 0.029 0.097 0.093
Si -20.337 -5.807 -2.813 0.051 -0.172 0.168
Si -21.702 6.285 24.632 0.054 -0.066 -0.092
Si -23.08 0.399 24.642 0.085 -0.083 -0.188
Si -21.7 -3.334 -1.778 0.114 0.092 0.185
Si -14.462 6.919 -6.895 0.051 0.115 -0.155
Si -20.484 -7.326 24.52 0 -0.094 -0.071
Si -18.269 -0.28 25.843 0.056 -0.017 -0.02
Si -21.488 -2.282 24.059 -0.014 0.02 -0.024
Si -14.689 2.968 25.941 0.016 0.032 0.102
Si -22.167 6.709 -5.021 -0.146 -0.168 0.013
Si -18.75 1.142 -2.96 0.085 -0.15 0.198
Si -14.461 1.526 -5.609 -0.062 0.033 -0.006
Si -9.43 2.175 25.741 0.035 -0.061 -0.008
Si -12.151 2.563 24.522 0.008 0.05 -0.17
Si -10.302 3.097 -5.93 -0.016 0.003 0.077
Si -14.3 6.012 -3.959 0.008 0.087 0.007
Si -19.59 2.77 -6.346 0.078 -0.044 -0.099
Si -16.694 3.154 23.822 0.01 0.017 -0.189
Si -9.499 -5.218 -4.79 -0.017 -0.004 0.051
Si -9.192 -4.484 25.785 0.034 -0.09 0.051
Si -27.374 -4.471 -6.747 -0.087 0.016 0.03
Si -17.731 7.611 24.534 0.044 -0.063 -0.156
Si -23.747 7.141 -2.623 0.093 -0.092 0.021
Si -16.988 -4.176 25.773 -0.12 -0.031 -0.098
Si -20.825 0.365 -4.693 -0.068 -0.073 0.082
Si -10.977 -1.274 -2.873 0.029 -0.094 0.221
Si -23.132 -2.875 -4.183 -0.022 0.053 0.079
Si -24.03 4.589 -4.076 0.128 0.084 0.028
Si -17.333 6.574 -6.93 0.021 0.165 -0.015
Si -8.009 0.004 23.958 -0.025 -0.138 -0.072
Si -16.221 -3.167 -2.992 -0.009 -0.038 0.157
Si -20.501 1.883 25.435 0.08 0.022 0.008
Si -20.159 -6.211 -5.668 -0.014 0.17 0.083
Si -10.427 -2.655 -5.461 0.01 0.061 -0.036
Si -13.223 -8.133 -2.076 0.016 0.102 0.068
Si -9.482 5.874 -7.248 -0.039 0.039 -0.076
Si -16.314 5.287 -1.887 -0.001 -0.006 0.039
Si -10.175 -7.333 -2.568 -0.218 -0.093 0.081
Si -11.094 1.506 -2.278 -0.006 0.048 0.096
Si -20.244 -2.505 -5.422 -0.001 -0.023 0.074
Si -19.354 5.568 -4.953 0.136 -0.127 0.017
Si -20.043 -4.568 25.73 0.113 0.041 -0.091
Si -14.999 -1.345 5.499 -0.005 0.011 -0.001
Si -12.287 1.353 5.514 -0.003 -0.004 0.002
Si -15.038 4.121 5.514 0.002 0.01 0.008
Si -12.265 6.813 5.567 0.019 -0.007 0.017
Si -15.051 9.545 5.531 -0.002 0.012 0.011
Si -12.261 -4.046 5.538 0.004 -0.006 0.012
Si -9.526 -1.334 5.475 -0.022 -0.014 0
Si -6.771 1.35 5.397 0.004 -0.007 -0.003
Si -9.496 4.059 5.473 0.001 -0.006 -0.003
Si -23.189 6.808 5.405 0.006 0.005 0.001
Si -9.527 -6.775 5.504 -0.011 -0.005 0.014
Si -6.789 -4.096 5.441 -0.002 -0.014 0.009
Si -20.446 -1.356 5.458 -0.003 -0.006 -0.013
Si -17.744 1.364 5.481 -0.006 0.009 0.008
Si -20.455 4.087 5.438 -0.014 -0.017 -0.018
Si -17.744 6.835 5.465 0.015 0.015 -0.004
Si -20.463 -6.793 5.429 0.007 0.013 -0.006
Si -17.742 -4.081 5.518 0.007 0.01 0.013
Si -13.641 0.001 6.866 0.008 -0.003 -0.004
Si -10.898 2.73 6.823 0.001 0.008 -0.006
Si -13.647 5.444 6.875 0.004 0 -0.003
Si -10.893 -8.127 6.865 -0.008 0.006 0
Si -13.651 -5.418 6.854 0.005 -0.003 -0.005
Si -10.883 -2.685 6.851 -0.001 0.004 0.002
Si -8.139 0.02 6.79 0.005 0.002 -0.004
Si -21.789 2.766 6.868 -0.011 -0.003 0.014
Si -24.538 5.465 6.8 0.013 -0.005 -0.009
Si -5.417 8.153 6.775 0.003 0.007 -0.001
Si -8.147 -5.424 6.829 -0.005 0.003 0.001
Si -5.413 -2.717 6.754 -0.004 0.001 -0.004
Si -19.101 0.005 6.837 0 0.008 -0.006
Si -16.39 2.733 6.844 0.009 -0.001 -0.005
Si -19.114 5.463 6.807 -0.005 0.007 -0.009
Si -16.393 8.164 6.864 0.002 -0.001 0
Si -19.128 -5.441 6.834 -0.005 -0.004 -0.003
Si -16.37 -2.706 6.847 0.004 -0.007 -0.004
Si -15.011 1.379 8.194 0.008 0.003 -0.001
Si -12.265 4.078 8.19 -0.007 -0.003 0.002
Si -15.011 6.815 8.208 0.014 0.012 -0.001
Si -12.275 -6.775 8.197 0.018 0.001 0.003
Si -15.011 -4.062 8.203 0.001 0.003 -0.001
Si -12.263 -1.348 8.202 -0.003 -0.007 0.008
Si -9.515 1.369 8.15 -0.007 -0.006 -0.012
Si -23.187 4.113 8.191 0.011 0.002 0.004
Si -9.519 6.801 8.169 -0.014 -0.006 -0.01
Si -6.775 -6.805 8.146 -0.003 -0.005 -0.009
Si -9.515 -4.062 8.176 0.004 -0.002 0
Si -6.778 -1.36 8.12 0 0.001 -0.004
Si -20.452 1.369 8.205 -0.003 0.003 -0.003
Si -17.756 4.102 8.183 0.007 -0.005 -0.011
Si -20.48 6.809 8.17 -0.017 -0.018 0.003
Si -17.767 -6.796 8.198 -0.017 -0.017 -0.003
Si -20.47 -4.069 8.191 0.008 0.003 0.001
Si -17.734 -1.344 8.197 0.005 0.005 -0.004
Si -16.371 0.018 9.549 0.001 0.003 -0.003
Si -13.634 2.727 9.542 0.014 0 0.008
Si -16.381 5.448 9.545 0.003 0.003 -0.003
Si -13.638 -8.142 9.542 -0.005 -0.004 0.006
Si -16.387 -5.429 9.536 0.004 0 -0.009
Si -13.634 -2.707 9.543 0.009 -0.009 0.003
Si -10.881 0.022 9.516 0.005 0.007 0.003
Si -24.536 2.73 9.549 0.009 -0.001 -0.002
Si -10.895 5.452 9.519 0.001 0.007 0.007
Si -8.146 -8.155 9.505 0.001 -0.001 -0.002
Si -10.891 -5.419 9.522 -0.02 0.005 -0.003
Si -8.139 -2.699 9.499 -0.008 0.001 0
Si -21.822 0.005 9.552 0.005 0.006 0.003
Si -19.098 2.737 9.557 -0.005 -0.005 -0.002
Si -21.831 5.465 9.552 -0.004 0.01 0.002
Si -19.123 -8.16 9.545 0.003 0.004 -0.004
Si -21.833 -5.44 9.538 0.001 0.004 -0.001
Si -19.102 -2.709 9.546 0.001 -0.005 -0.002
Si -14.997 -1.345 10.889 0.009 0.001 0.003
Si -12.252 1.369 10.875 -0.001 -0.002 0.004
Si -15.004 4.09 10.89 0.004 -0.001 -0.002
Si -12.264 -9.51 10.874 0.002 0 0.005
Si -15.012 -6.782 10.881 -0.002 0.006 0
Si -12.257 -4.066 10.874 0.012 -0.006 0.007
Si -9.507 -1.339 10.85 -0.002 -0.007 0.002
Si -23.185 1.363 10.914 0.002 -0.002 0.001
Si -25.896 4.083 10.916 -0.004 0.001 -0.002
Si -6.775 6.796 10.834 0 -0.006 -0.002
Si -9.521 -6.791 10.852 -0.008 0.005 -0.007
Si -6.778 -4.069 10.838 -0.003 0.001 0.001
Si -20.462 -1.354 10.911 0.003 0.007 -0.002
Si -17.731 1.377 10.908 0.007 0.011 0.001
Si -20.473 4.095 10.906 -0.013 0 -0.003
Si -17.746 6.81 10.894 -0.01 -0.005 -0.003
Si -20.475 -6.796 10.905 0.004 -0.012 0.001
Si -17.738 -4.069 10.899 -0.001 0.002 -0.002
Si -13.615 0.009 12.227 0.006 -0.002 0.007
Si -10.878 2.737 12.204 0.008 0.011 0.003
Si -13.632 5.454 12.231 -0.003 0.002 0.004
Si -10.89 -8.146 12.207 -0.003 -0.001 0.004
Si -13.633 -5.423 12.216 -0.004 -0.006 -0.005
Si -10.88 -2.695 12.195 -0.006 0.001 -0.001
Si -8.137 0.017 12.195 -0.003 0.014 0.003
Si -21.833 2.735 12.269 0.013 0.001 0
Si -24.542 5.447 12.28 0 0.001 -0.001
Si -5.412 8.167 12.173 -0.001 0.012 0.003
Si -8.158 -5.418 12.189 -0.007 -0.011 -0.001
Si -5.414 -2.704 12.183 0.004 -0.005 0.005
Si -19.095 0.012 12.261 0.003 0 0
Si -16.358 2.731 12.257 0.007 0.002 0.007
Si -19.105 5.455 12.256 0.007 0.001 -0.01
Si -16.376 8.179 12.233 0.003 -0.003 -0.004
Si -19.099 -5.437 12.25 -0.01 -0.009 -0.007
Si -16.361 -2.707 12.239 0 0 -0.001
Si -14.977 1.361 13.587 0.009 -0.002 0.008
Si -12.252 4.084 13.561 0.001 0.003 -0.001
Si -15 6.829 13.573 -0.004 0.004 0.002
Si -12.263 -6.782 13.553 -0.003 0.004 0.007
Si -14.98 -4.061 13.579 0.006 0 0.003
Si -12.239 -1.354 13.563 0.023 -0.012 -0.001
Si -9.502 1.38 13.543 -0.005 -0.002 0.003
Si -23.193 4.084 13.647 0 0 -0.001
Si -9.522 6.799 13.536 0.004 0 0.005
Si -6.789 9.53 13.513 -0.003 0 0.001
Si -9.516 -4.042 13.544 -0.016 0.002 0.001
Si -6.771 -1.339 13.548 -0.006 -0.006 0.011
Si -20.465 1.374 13.612 -0.008 0.009 0
Si -17.73 4.101 13.599 -0.008 -0.001 0.002
Si -20.457 -9.506 13.625 0.001 -0.011 0
Si -17.725 9.537 13.605 -0.005 -0.001 -0.002
Si -20.454 -4.088 13.619 0.019 -0.007 -0.002
Si -17.718 -1.351 13.602 0.001 0.005 0.004
Si -16.331 -0.003 14.95 -0.001 -0.006 0.001
Si -13.598 2.717 14.925 0.002 -0.009 0.006
Si -16.363 5.479 14.932 0.004 0.008 -0.003
Si -13.624 8.186 14.918 -0.004 0.006 0
Si -16.333 -5.423 14.935 0.004 0.004 0
Si -13.603 -2.705 14.925 -0.003 -0.001 0.007
Si -10.859 0.015 14.884 -0.011 0.006 0.005
Si -8.138 2.725 14.908 -0.002 -0.003 0.011
Si -10.886 5.446 14.902 -0.005 -0.01 0.004
Si -8.151 8.167 14.862 -0.004 0.013 0.006
Si -10.911 -5.386 14.875 0.009 0.002 -0.005
Si -8.15 -2.682 14.901 0 0.001 0.004
Si -21.826 -0.003 14.958 0.001 -0.001 -0.001
Si -19.092 2.739 14.953 -0.005 0.001 0.003
Si -21.824 5.46 14.985 0.002 -0.002 -0.005
Si -19.09 -8.135 14.97 0.009 0.015 0
Si -21.81 -5.426 15.009 0.004 0.006 0.008
Si -19.067 -2.733 14.949 -0.013 0 0
O -8.379 6.653 -6.344 -0.138 0.408 0.065
O -6.696 7.467 22.982 -0.261 0.023 0.679
O -4.454 7.519 24.276 0.404 -0.068 -0.224
O 3.289 -6.042 24.718 0.224 -0.451 0.068
O 4.635 1.792 22.906 0.056 -0.336 0.402
O -0.036 -8.073 22.046 -0.159 0.098 0.599
O 4.543 6.837 -1.499 0.391 -0.167 -0.127
O 8.232 -5.403 22.029 -0.06 0.061 0.197
O 5.53 -2.613 22.011 0.279 -0.049 0.082
O 4.031 -3.46 -1.369 0.419 0.206 -0.387
O -2.219 0.022 -3.592 0.04 -0.007 -0.13
O 1.392 -1.761 23.31 -0.171 0.24 -0.01
O -2.008 6.673 22.792 -0.097 0.229 0.488
O -2.666 5.424 -3.269 -0.372 0.285 -0.246
O -2.841 -8.135 -0.433 -0.055 0.097 -0.69
O -4.927 -6.968 22.57 -0.02 -0.035 -0.077
O 6.615 -1.368 -1.68 -0.434 0.044 -0.095
O 0.728 -6.597 24.915 -0.47 -0.294 -0.29
O 6.409 4.499 -1.139 0.154 0.456 0.101
O 4.656 0.694 -1.01 -0.139 -0.434 -0.17
O 2.145 -1.553 -1.295 0.34 0.372 -0.334
O 1.527 -4.104 24.495 -0.343 -0.102 0.109
O 9.013 7.035 -1.226 -0.173 -0.357 -0.253
O -8.969 -0.954 23.07 0.124 -0.047 0.509
O -2.828 -2.7 -0.383 -0.151 0.261 -0.132
O -1.264 -4.247 23.188 0.596 0.174 0.275
O 2.681 -8.07 -0.469 0.007 0.124 -0.243
O -3.601 3.878 -1.343 0.25 -0.307 0.042
O 5.639 2.485 -2.66 0.395 -0.144 -0.199
O 2.837 0.044 22.156 0.232 -0.123 0.631
O 4.065 4.167 23.842 -0.435 -0.309 0.023
O -7.3 -0.84 25.136 0.166 0.291 0.277
O 10.134 1.073 -1.41 -0.123 0.268 -0.218
O -0.541 1.675 -5.968 -0.935 -0.256 0.137
O 4.104 -4.288 -4.996 0.448 -0.118 -0.338
O 5.263 0.048 -3.447 -0.38 0.145 -0.439
O -6.46 2.443 -4.751 0.713 -0.339 -0.028
O 5.529 -5.439 -0.468 -0.131 0.068 -0.432
O -5.564 4.081 -7.213 0.197 -0.247 0.543
O 1.191 6.279 -5.047 0.491 0.102 -0.302
O -7.096 -6.978 -2.38 -0.156 0.125 -0.14
O 1.279 3.246 -1.645 -0.309 0.108 -0.333
O 4.774 4.882 -3.181 -0.301 -0.164 -0.231
O 5.919 -5.434 24.318 0.127 -0.262 -0.338
O 7.819 -0.664 -3.899 0.604 -0.108 0.068
O 2.557 5.462 21.966 -0.001 -0.077 0.594
O 1.622 -3.905 -2.172 -0.209 0.231 0.439
O 7.373 -7.534 23.141 -0.314 -0.654 0.128
O -10.723 -4.194 -5.064 -0.71 -0.304 0.301
O 4.526 -6.785 -5.148 0.243 0.31 0.191
O -0.897 7.391 -3.832 -0.292 0.494 0.156
O -2.701 -0.027 22.278 0.211 -0.216 0.266
O -1.129 6.468 -1.351 0.565 -0.214 -0.067
O -8.866 3.667 25.503 0.672 0.202 -0.048
O -8.433 -3.079 25.794 -0.541 0.247 0.109
O -2.255 -6.223 24.837 -0.092 -0.344 -0.369
O -4.932 -0.535 -6.128 -0.023 0.445 -0.474
O 11.095 -0.034 -3.685 -0.103 -0.423 -0.048
O -4.031 1.123 -2.042 -0.306 0.368 0.181
O 0.361 -7.575 -5.755 -0.251 0.366 0.004
O 0.163 -0.046 -0.463 -0.321 -0.164 -0.434
O 7.438 -7.169 -0.996 0.033 -0.229 -0.393
O 3.149 1.677 -2.93 -0.157 -0.279 -0.074
O -2.858 -5.577 21.804 -0.095 0.069 0.244
O 13.823 -2.884 24.295 -0.479 -0.343 0
O 3.899 -4.212 23.082 -0.088 0.049 0.363
O -6.524 -4.61 -1.384 -0.306 0.202 -0.569
O -6.741 -2.139 -4.887 0.175 -0.108 0.491
O -9.554 -7.194 -1.084 0.57 -0.294 -0.211
O 3.218 -2.278 -3.599 -0.225 0.432 -0.269
O -8.154 5.545 21.987 0.352 -0.088 0.33
O 8.41 -2.885 -0.649 -0.273 -0.031 -0.374
O 4.43 6.736 23.094 0.631 0.59 0.242
O -2.519 -1.503 -5.746 -0.054 -0.097 -0.239
O 0.976 -6.371 -1.553 -0.493 0.066 -0.37
O -0.094 -5.035 -3.686 -0.098 -0.337 -0.6
O -1.264 -4.296 -1.564 0.158 -0.189 -0.111
O -5.8 -2.958 25.127 0.225 -0.445 0.642
O 5.738 2.565 25.164 -0.606 -0.141 0.239
O -5.238 -5.606 -3.544 -0.443 0.176 -0.21
O -3.713 -6.426 -5.599 0.267 -0.803 0.312
O -5.463 2.756 22.169 -0.332 0.003 0.479
O 2.013 3.782 -4.057 0.494 -0.045 -0.593
O -9.509 1.845 -2.327 0.063 -0.615 -0.366
O -3.735 -4.134 24.116 -0.032 -0.15 0.131
O 4.231 -1.959 -6.117 -0.204 0.142 -0.103
O 24.008 0.201 -2.917 -0.158 0.382 0.573
O 25.347 2.19 -3.99 -0.32 -0.122 -0.344
O 0.649 1.54 -3.595 -0.47 -0.093 0.333
O -6.756 -3.726 -6.902 -0.25 0.039 -0.483
O -0.098 5.005 -3.21 -0.085 -0.648 0.219
O 29.946 -0.165 22.244 0.14 0.214 0.558
O -7.566 2.317 -7.116 -0.325 0.076 -0.262
O 10.903 5.429 -0.348 0.16 -0.089 -0.569
O -5.764 6.492 -6.234 0.313 0.634 0.013
O -13.041 7.097 -0.911 -0.286 -0.298 -0.211
O -4.722 -6.495 -1.213 0.195 0.226 -0.169
O 8.412 -7.24 -5.489 0.299 0.369 0.255
O -13.557 2.123 25.162 -0.162 -0.669 -0.105
O -6.039 -3.934 22.768 -0.075 -0.042 0.222
O 32.654 -0.101 -0.449 0.089 0.035 -0.461
O -3.922 4.762 22.901 -0.128 -0.052 0.498
O 4.133 7.561 -6.765 -0.409 -0.249 0.044
O 11.333 -7.906 -5.696 -0.168 -0.207 0.502
O 3.081 2.606 -0.102 0.098 0.399 0.107
O 7.308 4.252 -3.589 0.372 0.405 0.087
O -9.714 -4.724 24.277 0.436 0.377 -0.376
O -0.858 1.693 23.161 -0.076 -0.262 0.576
O 1.693 -6.032 22.613 0.378 0.347 0.032
O -12.355 -2.102 -2.801 -0.27 -0.281 -0.353
O -13.09 0.98 -6.277 0.03 -0.194 0.472
O 1.029 3.554 23.051 0.236 -0.033 0.25
O 8.365 -5.815 24.936 0.463 0.204 0.292
O -6.274 -6.891 24.795 -0.169 0.024 -0.319
O 9.757 -7.816 24.494 0.076 -0.008 0.518
O -22.311 6.472 23.144 0.369 0.232 -0.066
O 4.114 7.222 -4.129 -0.225 0.24 0.167
O 2.738 6.155 25.054 -0.735 0.148 -0.227
O 8.265 2.718 -0.49 0.025 0.055 -0.308
O -24.159 -1.723 -4.667 -0.376 -0.03 0.282
O -31.797 -0.495 25.811 0.021 0.282 -0.258
O 2.264 -5.778 -6.256 -0.128 0.186 -0.219
O 4.519 -3.876 25.656 0.342 -0.028 0.114
O 11.828 -0.941 -1.341 -0.013 -0.296 -0.259
O 8.515 5.684 25.675 -0.259 0.074 -0.307
O 10.222 7.175 22.354 -0.004 0.133 -0.012
O 22.16 -7.884 22.232 0.054 0.103 0.568
O 24.642 5.566 22.065 -0.102 -0.095 0.45
O 16.262 8.133 22.18 0.107 -0.227 0.232
O 31.047 -6.465 -2.587 -0.078 -0.156 0.132
O 24.257 -5.782 22.202 -0.156 0.159 0.104
O 21.834 -2.596 22.39 -0.169 0.185 0.172
O 20.071 -3.523 -1.372 0.144 0.498 -0.25
O 17.558 -7.639 25.419 -0.736 0.026 0.062
O 16.934 -1.292 23.062 -0.423 -0.026 -0.001
O 14.394 6.522 23.119 -0.338 -0.007 0.095
O 14.829 2.238 -1.352 0.388 0.125 -0.37
O 13.707 7.966 -0.501 0.068 -0.007 -0.289
O 11.924 -7.31 23.079 -0.054 0.279 0.632
O 17.479 6.856 -1.838 0.344 -0.003 0.044
O 22.477 4.295 -1.225 -0.121 -0.039 0.106
O 20.742 1.184 -1.387 0.293 0.109 -0.259
O 17.877 -3.623 -2.996 0.093 -0.042 -0.205
O 16.304 -2.982 25.101 0.198 -0.207 0.393
O 25.481 6.861 -1.408 -0.288 0.445 -0.161
O 7.018 -0.646 22.877 -0.399 0.227 0.253
O 13.655 -2.643 -0.487 -0.083 -0.079 -0.226
O 15.6 -4.274 23.011 0.648 -0.226 0.076
O -28.783 4.122 24.327 -0.396 -0.269 0.229
O 12.643 3.59 -0.882 -0.122 0.146 -0.052
O 13.542 6.284 -3.91 0.089 -0.133 0.222
O 21.703 2.174 -3.622 0.531 0.004 0.066
O 19.046 0.16 22.302 0.014 -0.094 0.275
O 19.948 4.185 24.383 0.078 0.015 0.428
O 7.511 0.618 25.159 0.071 -0.151 0.263
O 26.397 1.063 -1.102 -0.243 -0.103 -0.441
O 12.836 4.329 -5.673 0.18 0.328 -0.462
O 18.24 -5.895 -5.283 -0.294 0.516 -0.032
O 23.168 -2.258 -3.491 -0.242 -0.114 -0.091
O 13.457 3.738 -3.26 0.095 -0.142 -0.207
O 21.77 -5.344 -0.452 -0.077 0.081 -0.42
O 11.629 6.73 24.49 0.58 0.364 0.708
O 16.638 5.24 -3.704 0.145 -0.217 -0.112
O 9.665 -7.073 -2.411 0.299 -0.224 -0.496
O 17.307 4.289 -1.351 -0.094 -0.333 -0.408
O 29.417 -6.528 -4.715 -0.179 -0.446 -0.4
O 14.28 2.469 -6.673 0.114 -0.417 -0.08
O 18.449 5.484 22.708 -0.017 0.409 -0.069
O 17.395 3.12 23.035 0.589 -0.442 -0.184
O 18.233 -7.773 -3.585 0.037 -0.321 -0.23
O 23.049 5.501 25.637 0.529 0.39 -0.34
O 6.578 3.45 -5.967 0.176 0.466 -0.013
O 20.826 2.028 23.092 0.334 0.219 0.082
O 17.095 -6.893 -1.393 -0.013 0.694 -0.261
O 24.499 -4.412 -2.964 0.408 0.119 0.074
O 9.755 -3.523 23.06 0.366 0.162 0.13
O 13.734 0.199 22.101 -0.076 0.016 -0.185
O 12.183 -1.129 23.525 -0.375 -0.009 0.295
O 8.314 3.063 25.455 0.066 -0.117 -0.509
O 12.212 -4.509 26.002 -0.048 -0.389 -0.715
O 18.041 -6.486 23.092 0.523 0.45 0.172
O 17.54 -1.803 -1.306 0.645 0.218 -0.287
O 12.171 -0.584 -6.094 -0.114 -0.028 -0.164
O 31.406 6.36 -1.808 0.41 -0.261 -0.088
O 12.62 1.403 -2.28 0.202 -0.215 -0.17
O 8.881 6.558 -4.767 -0.131 -0.136 0.287
O 16.3 0.221 -0.416 -0.118 0.07 -0.273
O 22.512 -6.554 -6.344 0.376 0.267 -0.291
O 20.019 -6.201 -7.144 0.238 0.415 -0.663
O 13.557 -5.527 22.102 -0.219 0.251 0.116
O -20.821 -6.459 -4.211 -0.488 -0.575 0.195
O -22.451 -1.113 24.647 0.044 -0.233 0.438
O 11.575 -6.022 -3.771 0.036 0.201 -0.131
O -28.897 4.052 -2.626 0.379 -0.175 0.079
O 25.255 -2.657 -5.006 0.53 -0.339 -0.241
O 20.246 -3.091 -3.982 0.651 -0.039 -0.216
O 6.486 3.681 22.916 0.219 -0.26 0.293
O -18.762 -5.416 -2.943 0.608 -0.215 0.264
O 24.606 -2.732 -0.379 0.21 -0.125 -0.321
O 32.109 -6.585 -4.967 0.155 -0.281 -0.332
O 20.687 6.571 23.32 0.397 0.195 0.301
O 12.876 -3.054 -6.251 -0.231 -0.181 0.525
O -27.035 2.221 -6.081 0.025 0.115 0.804
O 17.98 5.866 -6.157 0.445 0.462 0.243
O -19.97 -3.149 -6.881 0.803 0.053 -0.361
O 15.776 -3.853 -1.375 -0.126 -0.641 -0.411
O -19.163 -3.098 -4.365 0.044 0.333 0.258
O 20.314 -0.82 26.086 -0.555 0.081 -0.418
O 12.139 -1.862 26.077 -0.151 0.257 0.534
O 18.412 -5.006 25.177 -0.425 0.222 0.127
O 14.238 -0.497 25.328 0.209 0.251 0.039
O 10.768 2.733 22.038 0.017 -0.013 0.516
O 16.158 4.102 -5.993 0.03 -0.331 0.459
O 21.806 5.167 -7.15 -0.174 -0.496 -0.254
O -17.08 -3.352 -1.603 -0.281 0.237 0.128
O 7.583 -3.358 24.651 -0.368 0.275 0.094
O 19.278 -3.106 -6.426 -0.021 -0.266 -0.277
O 12.586 -5.622 -6.107 -0.071 0.031 -0.126
O -1.448 4.198 23.218 0.045 0.102 -0.553
O -30.654 -5.444 -5.043 -0.019 -0.538 -0.281
O 18.505 1.515 -6.078 -0.597 0.011 -0.104
O -15.881 -5.332 25.67 -0.106 -0.276 -0.319
O -23.439 7.433 -1.084 -0.28 0.438 0.016
O -26.843 -6.909 -1.651 -0.235 -0.426 -0.257
O -21.796 5.477 -0.361 0.082 0.194 -0.611
O 26.035 -6.429 -2.723 0.151 -0.523 -0.154
O 13.695 -7.551 -4.727 0.096 0.344 -0.252
O 20.533 -7.042 -4.681 0.494 -0.354 0.474
O 12.045 -6.547 -1.334 0.215 0.067 -0.141
O 27.543 -5.041 -5.996 -0.036 0.257 0.063
O 25.871 4.504 -5.252 0.22 -0.392 -0.377
O -28.475 -4.09 -5.608 0.196 0.331 0.245
O 18.716 -2.395 24.497 0.348 0.042 -0.058
O 12.101 4.818 22.731 0.441 0.253 0.011
O 23.037 3.661 -5.5 0.465 -0.498 0.114
O -12.039 -4.823 23.013 -0.588 -0.319 0.198
O 19.045 2.749 -0.313 -0.087 0.097 -0.189
O 9.677 0.251 -5.728 0.042 -0.169 -0.474
O -14.181 -7.198 25.865 0.459 -0.283 0.36
O 15.04 2.182 23.209 -0.214 -0.169 0.299
O 28.624 6.898 24.231 0.172 0.08 0.215
O -16.784 -4.193 -4.108 0.366 -0.302 -0.346
O 9.001 1.075 23.019 -0.117 0.074 0.239
O 15.795 -2.061 -3.33 -0.635 0.214 0.008
O 23.062 4.105 23.287 -0.207 -0.184 0.187
O -13.209 4.904 -3.524 0.211 0.192 0.277
O 14.68 -1.194 -5.571 0.205 0.368 -0.185
O -12.125 4.182 24.338 -0.363 0.162 -0.226
O 19.199 1.065 -3.572 -0.246 0.077 0.464
O 16.787 -2.788 -5.621 -0.109 -0.498 0.361
O 26.599 -4.387 -1.134 -0.079 0.117 -0.014
O -30.136 -2.552 25.274 0.141 0.109 0.24
O 18.912 6.433 25.234 0.077 0.055 0.189
O 24.434 2.652 -0.401 0.123 0.131 -0.201
O -31.896 2.871 24.897 0.346 0.074 -0.269
O -15.497 3.838 22.969 0.194 0.112 0.385
O 21.428 4.748 -3.63 -0.277 0.231 -0.212
O -1.642 -3.936 25.765 -0.059 -0.298 0.43
O -29.376 3.45 -5.895 0.16 0.281 0.502
O -23.737 3.143 -3.423 0.088 -0.345 -0.541
O 31.621 0.488 -6.538 0.199 -0.114 0.481
O 28.692 4.49 23.165 -0.358 -0.026 0.584
O 27.995 -5.082 24.983 0.143 -0.363 -0.488
O -26.004 -6.163 23.107 -0.314 -0.029 0.323
O -26.378 3.706 23.171 0.337 -0.207 0.43
O 32.364 7.865 22.03 -0.02 0.045 0.157
O -28.666 6.511 -1.541 -0.247 0.362 -0.527
O -23.688 -5.24 22.678 0.258 -0.632 -0.138
O -27.224 -2.789 22.108 -0.108 -0.041 -0.159
O -27.386 -5.012 -0.242 0.007 0.092 -0.372
O 31.073 1.729 -1.359 0.368 0.253 -0.64
O -31.652 -1.576 23.361 -0.477 0.018 0.096
O 30.8 6.032 23.073 0.278 -0.111 0.359
O -31.147 3.798 -4.076 -0.566 0.143 -0.058
O 29.843 8.079 -0.524 0.079 0.104 -0.48
O 27.943 -7.146 23.203 0.04 0.274 0.271
O -26.156 -0.948 -1.407 0.279 -0.468 -0.345
O -31.718 2.449 -6.28 0.431 -0.327 0.112
O -24.721 3.298 -0.895 0.242 0.115 0.053
O -27.752 1.056 -1.064 0.089 0.08 -0.092
O -27.517 0.238 -3.504 0.476 -0.111 -0.592
O 30.818 -5.099 25.172 0.094 -0.354 -0.116
O 30.792 2.831 24.499 -0.666 -0.009 -0.241
O 23.677 -0.919 23.301 0.208 -0.199 0.281
O 29.774 -2.75 -0.359 0.293 -0.207 -0.595
O 31.682 -3.882 23.07 0.052 0.547 0.077
O -30.057 -8.004 -0.44 0.109 -0.105 -0.583
O -1.538 1.569 -1.503 -0.083 0.194 -0.106
O -31.918 -6.377 -1.288 0.015 -0.31 -0.475
O -7.434 0.229 -5.515 -0.266 -0.248 -0.024
O 31.1 3.049 -6.114 -0.358 -0.221 0.075
O -29.899 0.041 22.381 0.161 0.055 0.114
O -28.665 6.536 23.294 0.118 0.117 0.432
O 24.561 0.744 25.283 -0.094 -0.196 0.147
O -21.672 -0.13 -0.227 -0.034 0.16 -0.196
O -30.488 6.038 25.104 -0.282 0.276 -0.193
O -24.915 8.136 -3.063 -0.039 0.57 0.309
O -14.19 6.905 24.688 0.382 -0.179 -0.399
O -9.309 -6.109 -6.117 0.385 -0.428 0.006
O 2.78 -2.027 25.646 -0.085 0.691 -0.239
O -22.762 -2.496 -2.655 -0.47 0.56 0.199
O 10.764 5.902 -6.407 0.02 -0.533 -0.42
O 29.249 5.613 -3.064 -0.725 0.447 0.245
O 29.834 -4.038 -5.243 0.036 0.235 0.469
O -31.283 3.517 -1.627 -0.651 0.129 -0.288
O 28.367 -0.919 25.536 0.154 0.464 -0.089
O -28.919 -4.163 23.488 -0.319 -0.38 0.067
O 22.665 -1.133 -1.152 -0.391 0.257 0.183
O 30.844 5.332 -7.268 -0.071 -0.02 0.012
O 31.029 -2.054 -6.323 0.452 -0.005 0.254
O -30.662 5.06 22.694 0.056 0.522 0.037
O 32.039 1.092 23.164 0.225 -0.542 0.491
O -32.401 -4.744 -3.274 0.137 0.654 0.167
O -31.818 -5.072 24.711 0.234 0.287 -0.04
O 10.595 4.289 24.845 0.002 -0.421 0.012
O 23.567 -6.658 -3.911 -0.543 -0.482 0.091
O -27.19 8.152 22.105 0.145 0.133 0.101
O 24.046 6.041 -6.174 -0.219 0.532 0.094
O -24.777 -6.684 -5.176 0.296 -0.116 -0.532
O -2.707 2.748 -3.528 -0.051 0.13 -0.703
O -27.514 -2.524 25.022 -0.107 0.335 0.319
O 21.642 -1.994 -5.967 0.331 0.277 0.458
O 26.679 -2.894 25.021 -0.396 0.101 0.613
O -31.379 5.196 -6.231 -0.486 0.036 0.242
O -31.263 -2.198 -1.31 -0.493 -0.434 -0.207
O -13.206 7.966 -6.821 -0.141 0.479 0.499
O -25.946 -4.544 -6 0.206 0.295 -0.171
O 15.549 6.767 -5.466 -0.141 0.284 -0.601
O -9.857 -6.042 -3.474 -0.197 0.39 0.257
O -27.168 5.816 -3.518 -0.035 0.406 -0.01
O -20.681 -6.681 -1.516 -0.633 -0.312 -0.076
O 26.586 -1.242 -6.903 -0.183 -0.485 0.13
O 29.764 -5.521 22.221 0.062 0.132 0.315
O -26.053 -5.137 -3.424 0.294 0.608 0.242
O -28.138 1.776 23.384 -0.151 0 0.33
O -23.04 -0.969 -6.87 0.414 0.034 -0.285
O -10.234 -6.823 22.873 -0.17 -0.528 0.262
O 23.816 -6.606 -1.362 0.303 -0.282 -0.346
O -30.034 -3.326 -3.576 -0.115 0.222 -0.147
O 26.259 7.246 23.048 -0.338 -0.005 0.314
O 26.277 -0.604 23.883 0.254 0.253 -0.465
O -24.558 -2.699 -0.269 -0.125 0.047 -0.447
O 29.923 3.069 -3.331 0.504 -0.315 -0.665
O -10.116 -1.337 -1.499 0.315 -0.055 -0.075
O -0.34 3.245 25.363 0.297 0.111 0.082
O -27.153 -0.223 -6.923 0.298 -0.614 -0.001
O -17.992 2.574 -6.459 0.116 0.257 0.615
O -23.805 -4.315 -4.416 0.065 -0.284 0.187
O 31.631 -4.394 -1.073 0.322 0.238 -0.384
O 23.984 -1.791 -7.149 0.19 -0.236 -0.502
O -26.895 2.83 25.611 0.053 -0.543 0.314
O -20.592 6.552 -5.172 0.107 0.364 -0.224
O -29.533 -6.646 24.961 0.038 -0.058 -0.406
O -20.851 -3.251 25.202 -0.023 0.163 0.366
O 27.137 2.7 22.191 0.117 -0.166 0.277
O -26.874 -6.453 25.695 -0.089 0.244 0.089
O 1.969 0.905 -5.772 0.546 -0.636 0.021
O -9.224 7.792 -3.119 -0.167 -0.43 -0.316
O -28.859 -3.05 -1.257 0.42 0.124 -0.244
O -13.889 7.468 -3.363 0.126 0.446 -0.262
O -21.766 -2.885 -5.036 -0.203 -0.021 -0.191
O 29.902 5.018 25.45 0.011 0.471 0.383
O -15.29 0.275 -5.005 0.382 -0.237 -0.032
O -25.66 7.062 -5.343 0.428 0.063 -0.414
O -14.018 2.569 -4.447 -0.608 0.045 0.05
O -13.606 0.063 22.155 -0.014 -0.166 0.443
O -11.067 5.654 -0.106 0.04 -0.006 -0.232
O 13.26 4.829 24.972 -0.043 -0.603 0.42
O -17.428 4.122 -1.84 0.032 -0.326 0.053
O -16.364 -1.663 -3.544 0.345 0.081 0.227
O -15.759 5.627 -3.36 -0.47 -0.245 -0.318
O 28.266 -6.391 -1.38 0.206 -0.329 -0.544
O -31.409 -7.239 23.473 0.059 -0.51 0.218
O -7.262 4.926 -4.709 -0.441 -0.189 -0.114
O 26.399 -4.365 22.948 0.336 0.217 -0.115
O -18.92 2.69 -3.386 -0.234 0.101 -0.283
O -18.48 -4.527 25.237 -0.024 0.183 -0.206
O -22.47 7.378 -3.579 0.279 0.442 0.234
O -21.036 -4.371 -2.775 -0.18 0.07 -0.491
O -29.663 2.544 -0.097 0.207 -0.188 -0.065
O -20.17 -0.902 -5.453 0.131 0.074 -0.392
O -27.634 5.524 -6.054 -0.304 0.151 0.244
O 26.746 8.118 25.483 0.239 -0.072 0.096
O 10.24 -4.678 -1.576 -0.112 0.121 -0.342
O 0.252 -2.125 25.655 0.036 0.485 -0.045
O 24.975 1.284 22.775 -0.401 0.258 0.083
O 16.436 2.472 25.478 0.335 -0.037 -0.083
O -22.789 5.478 25.507 -0.392 0.067 -0.044
O -11.329 0.255 -3.255 0.008 0.158 -0.682
O 21.561 7.651 26.012 -0.193 -0.323 -0.612
O -20.005 2.775 24.192 -0.128 -0.201 -0.201
O -6.926 7.436 -4.153 0.326 0.167 -0.146
O -29.83 1.667 -3.274 0.062 -0.016 0.175
O -11.027 2.141 25.595 -0.166 -0.034 0.7
O 32.54 3.482 22.528 -0.55 0.197 -0.033
O -26.38 5.332 25.979 -0.577 0.151 -0.369
O -23.055 1.486 -1.507 0.3 -0.465 -0.28
O 14.755 -5.039 25.47 0.28 -0.521 -0.127
O -20.193 0.426 -3.19 -0.396 0.028 0.63
O -15.077 4.731 -1.029 0.442 0.167 -0.233
O -7.267 6.927 -1.496 -0.359 -0.444 -0.154
O -11.92 1.82 23.104 0.16 0.005 0.114
O -20.309 5.43 24.725 0.163 0.102 0.344
O 20.178 -4.27 23.405 -0.098 -0.387 -0.086
O -1.172 4.036 -6.861 -0.229 -0.281 0.008
O -26.867 4.745 -1.087 0.128 0.227 -0.204
O -2.742 5.673 25.052 0.437 -0.292 0.472
O -10.154 4.181 22.811 -0.078 -0.331 0.459
O -16.211 8.102 21.812 -0.072 -0.076 -0.095
O -9.03 -2.572 -6.297 0.061 0.421 -0.765
O -8.044 -5.509 22.012 0.078 -0.184 0.015
O -10.779 -2.672 22.179 0.275 -0.112 0.291
O -12.919 -3.824 -0.946 -0.478 -0.269 -0.052
O 5.374 5.752 25.369 0.471 -0.106 -0.425
O -15.507 -1.464 23.022 0.258 -0.157 0.315
O -17.967 6.812 23.138 -0.17 -0.316 0.225
O -18.939 8.137 -0.393 -0.026 -0.166 -0.232
O 31.366 5.288 -4.539 0.598 -0.249 -0.197
O -20.761 -7.2 22.927 -0.325 -0.619 -0.16
O -18.765 -5.382 -5.532 0.447 0.107 -0.417
O -20.353 1.671 -5.48 -0.336 0.108 -0.18
O -9.508 4.246 -1.36 -0.271 0.408 -0.526
O -11.586 1.026 -0.813 0.239 -0.657 -0.118
O -14.649 -3.48 -2.818 0.286 -0.698 -0.068
O -16.295 -2.938 25.017 0.477 0.098 0.266
O -11.634 6.476 22.922 0.42 0.389 0.289
O -25.635 -1.374 23.477 0.599 0.612 0.259
O -14.2 -7.011 -1.403 0.129 0.187 -0.38
O -17.592 -3.051 22.826 -0.083 -0.206 0.09
O -20.005 3.821 -1.295 -0.154 -0.155 -0.235
O -22.441 0.293 -4.67 -0.09 0.132 0.441
O 15.197 5.857 -1.324 -0.149 -0.532 -0.013
O -15.383 2.29 -6.706 -0.086 0.668 -0.139
O -12.027 2.748 -2.665 0.015 0.343 0.238
O -3.431 5.375 -6.578 0.018 0.026 0.252
O -16.36 -7.874 24.535 -0.196 0.585 -0.196
O -24.427 0.447 25.558 -0.46 0.274 -0.261
O -6.474 0.697 -1.278 -0.084 -0.217 -0.357
O 25.197 -5.197 25.017 -0.054 0.127 -0.089
O -11.582 -6.285 25.206 -0.284 -0.611 0.102
O -25.494 1.386 -2.491 -0.037 0 -0.639
O 21.432 -0.367 -3.316 -0.339 -0.435 -0.525
O -11.005 -5.36 -0.16 0.255 -0.059 -0.705
O -18.286 1.14 -1.415 -0.147 0.004 -0.062
O -18.927 -7.662 24.768 0.239 0.478 0.372
O 27.984 -4.74 -3.411 0.247 0.405 -0.093
O -10.126 -1.842 -4.104 0.69 0.263 0.093
O 20.971 7.66 -6.545 -0.193 -0.028 0.721
O 23.228 -4.331 -5.193 -0.158 0.308 -0.624
O -10.827 6.768 -7.31 -0.048 -0.13 0.281
O -14.353 5.991 -5.575 0.181 -0.561 -0.117
O -17.643 6.565 25.746 -0.189 -0.53 -0.081
O -19.764 -7.645 -6.226 0.077 -0.311 0.345
O -13.686 5.419 21.88 0.091 0.342 0.466
O -20.302 -1.596 23.21 0.591 0.319 0.241
O -19.779 4.24 -5.742 -0.165 -0.017 -0.294
O 2.378 5.95 -2.712 -0.013 0.064 0.531
O 32.479 -4.105 -5.77 0.146 0.185 -0.312
O -2.199 -1.378 25.851 -0.367 0.021 -0.56
O -28.654 -5.506 -3.277 -0.141 -0.23 0.458
O -8.119 -4.359 -4.629 0.466 -0.077 0.237
O -5.499 5.414 -0.405 0.165 -0.14 -0.099
O -1.114 6.622 -6.298 -0.341 0.169 -0.215
O -18.912 0.102 22 -0.229 -0.029 0.009
O -22.867 5.221 -5.018 -0.115 -0.341 -0.619
O -25.183 -1.955 26.065 -0.108 -0.443 0.397
O -22.315 -3.117 22.958 0.144 -0.089 -0.03
O 15.722 4.637 24.279 0.18 0.166 0.425
O -14.276 -1.561 -1.099 0.134 0.15 -0.347
O 20.02 -6.995 24.813 0.181 -0.302 -0.578
O -8.851 1.18 24.636 -0.046 0.142 -0.296
O -10.133 5.884 24.87 -0.008 0.573 0.032
O -11.682 -2.133 -6.297 -0.31 0.079 0.274
O -16.26 -0.062 -0.346 0.063 0.185 -0.674
O 22.067 3.026 25.298 -0.068 -0.285 0.618
O -19.644 0.517 25.547 -0.195 -0.326 -0.433
O -18.995 -5.304 22.202 -0.078 -0.128 0.086
O -20.791 -5.882 25.158 -0.167 0.088 -0.01
O 22.456 -6.232 25.297 -0.113 0.184 -0.336
O 20.491 3.154 -5.638 -0.094 0.188 -0.002
O -19.203 5.289 -3.37 -0.217 0.577 0.336
O 27.254 5.26 -0.407 0.088 0.01 -0.247
O -4.954 4.233 -3.579 -0.018 0.258 -0.082
O -24.502 5.349 22.291 -0.152 0.018 0.22
O -28.668 -4.612 26.147 0.065 0.295 0.591
O -8.232 -2.813 -0.482 0.183 0.06 -0.27
O 1.406 3.338 -6.546 -0.009 0.485 0.397
O 29.069 -0.274 -6.731 -0.11 0.282 0.524
O -17.639 -0.811 24.448 -0.155 0.477 -0.469
O -17.677 0.503 -3.965 0.047 0.244 -0.224
O -16.098 -5.453 -0.472 0.067 -0.125 -0.237
O -6.929 0.715 22.993 0.134 -0.209 0.266
O 20.778 6.3 -1.498 -0.251 -0.09 -0.359
O -22.034 1.441 25.287 -0.163 0.336 0.155
O 9.947 -3.265 25.684 -0.367 -0.306 0.542
O -2.714 -4.85 -3.703 -0.137 -0.301 -0.088
O 11.877 1.871 -5.43 0.099 0.261 0.383
O -1.678 1.24 26.033 0.144 -0.041 -0.603
O -21.753 2.79 22.054 0.148 0.113 0.5
O 9.134 -1.247 24.255 0.475 0.14 0.066
O -16.09 2.615 25.218 -0.336 -0.257 0.388
O 29.487 -3.193 26.091 0.141 0.067 -0.165
O -7.294 3.46 -2.552 0.278 -0.039 0.326
O 20.43 -3.482 26.01 0.205 -0.449 0.212
O -15.994 7.51 -6.844 -0.097 0.515 0.081
O 19.257 -8.055 -0.44 0.281 0.312 -0.533
O -9.129 2.344 -5.081 -0.062 -0.231 0.399
O 25.112 -6.053 -5.799 0.112 -0.089 0.444
O -4.497 -1.825 23.06 -0.198 0.159 0.495
O 23.174 6.427 -2.578 -0.04 0.376 -0.399
O 27.808 -1.184 -1.214 -0.028 -0.356 -0.305
O 2.454 -5.914 -3.679 0.091 -0.388 0.252
O 11.126 5.161 -3.934 -0.347 0.119 0.759
O -22.711 7.689 -6.193 -0.171 0.497 0.178
O -24.336 -6.14 25.079 0.725 -0.177 0.065
O 26.598 6.811 -6.357 0.55 -0.309 0.521
O -17.277 -1.197 -5.998 -0.126 -0.434 0.109
O -29.33 -0.045 -5.367 -0.417 -0.244 0.027
O 19.457 -0.836 -5.251 0.048 0.055 0.046
O -19.752 4.612 22.385 0.329 0.312 -0.199
O -23.381 0.913 23.129 -0.336 -0.113 -0.06
O -5.626 -0.229 -3.602 -0.085 -0.065 -0.244
O -13.607 2.72 -0.223 -0.125 -0.182 -0.218
O -1.362 -2.585 -3.637 -0.204 -0.028 0.146
O -25.288 7.735 25.516 0.429 -0.036 -0.456
O -17.277 1.934 22.933 -0.292 -0.189 0.127
O -14.313 -7.106 23.179 0.755 0.332 0.395
O -11.594 3.485 -5.069 0.013 0.27 -0.064
O 25.024 4.564 -2.772 -0.336 -0.245 0.204
O 7.501 8.008 -3.204 -0.534 -0.078 0.131
O 19.905 1.714 25.498 -0.7 -0.185 0.15
O 5.798 -2.417 -4.032 0.354 -0.449 -0.018
O -14.435 4.523 25.685 -0.34 0.048 -0.014
O -16.994 6.593 -1.225 0.321 0.186 -0.262
O 26.599 -0.095 -3.377 0.092 -0.509 -0.196
O 7.505 8.11 25.689 -0.676 0.104 0.236
O -21.393 7.8 25.141 -0.276 0.37 0.741
O -22.505 -4.289 -0.758 -0.019 -0.443 -0.04
O -4.742 -1.276 -1.341 -0.042 -0.328 -0.236
O -8.031 2.509 -0.268 0.097 0.227 0.285
O -24.234 5.606 -2.82 -0.385 -0.278 0.594
O -21.16 -5.454 -6.705 -0.516 -0.291 -0.008
O 28.957 3.237 -0.936 -0.31 0.148 0
O 29.077 4.464 -5.405 -0.578 -0.102 -0.432
O 4.047 2.567 -6.04 0.112 -0.164 0.177
O 27.422 3.678 -3.387 0.032 -0.118 0.532
O -24.9 0.579 -5.686 -0.163 0.415 0.396
O 24.635 3.406 25.376 0.469 0.285 -0.186
O -20.599 -2.37 -1.067 0.593 -0.211 -0.27
O -27.112 -7.387 -4.196 -0.312 -0.125 -0.254
O 7.107 0.192 -6.21 -0.075 -0.301 -0.016
O -10.749 2.061 -7.073 0.55 0.051 -0.433
O -29.684 -0.901 -2.822 -0.238 0.246 0.35
O 32.456 -2.838 25.328 -0.136 -0.037 0.561
O -0.091 -0.669 -4.907 0.214 -0.327 -0.292
O 8.085 1.886 -4.449 0.019 0.035 0.249
O -9.756 4.457 -6.557 0.053 -0.082 0.185
O -25.34 -3.853 24.26 -0.064 -0.013 -0.021
O -17.872 4.208 24.176 0.166 0.4 0.297
O 19.543 -5.506 -2.946 0.106 -0.286 0.234
O 8.195 5.454 21.986 -0.283 0.001 0.431
O 14.761 6.809 25.68 -0.385 0.391 -0.017
O -11.771 -7.565 -2.532 -0.176 0.332 -0.125
O -4.558 -3.985 -5.39 -0.082 0.501 0.179
O 6.367 7.49 -5.437 0.053 -0.25 -0.17
O 28.3 -1.998 23.11 0.19 -0.685 0.092
O 9.155 4.06 -5.41 0.465 -0.093 -0.287
O 17.007 -0.207 -4.749 0.062 0.573 0.051
O -17.972 6.228 -5.485 0.411 0.321 0.395
O 28.756 0.966 -2.287 0.166 -0.187 -0.378
O 30.715 7.678 -4.001 -0.363 0.147 -0.405
O -25.402 4.504 -4.937 -0.423 -0.524 -0.359
O 16.903 -0.609 25.628 0.374 0.442 0.058
O 24.889 -0.039 -5.366 -0.332 0.352 -0.359
O 25.381 6.821 -4.035 0.155 0.548 -0.028
O 15.599 8.051 -3.196 -0.06 0.331 0.397

Results
total energy: -406617.511 eV
total energy less fixed offsets of O -438.25, Si -107.07 eV per atom: -4.711 eV
